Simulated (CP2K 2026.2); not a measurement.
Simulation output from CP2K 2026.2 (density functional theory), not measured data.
Periodic cell of 2136 atoms, Si1432O704, from a study of silicon, its oxide and their interface. The atomic structure is a simulated model.
Doubt: the forces sum to 3.07 eV/angstrom along one axis rather than to zero, so they err by at least 0.0014 eV/angstrom per atom on average; the grid cutoff is modest.

Settings: functional PBE; method Gaussian and plane waves; basis set DZVP-MOLOPT-SR-GTH; pseudopotentials GTH-PBE; grid cutoff 300 Ry, relative cutoff 40 Ry; k points Gamma only; occupations fixed; spin none; net charge 0.

Cell vectors (angstrom)
a	32.664	0	0
b	0	32.664	0
c	0.1317	-0.1733	35.2979

Atoms: element, x, y, z (angstrom)
Si	-0.267	0.183	-0.724
Si	2.169	3.175	0.128
Si	0.683	5.079	0.02
Si	2.34	8.413	0.024
Si	0.685	10.326	-0.213
Si	3.73	12.513	-1.004
Si	-0.092	16.78	-0.001
Si	2.678	19.242	0.214
Si	0.362	21.36	0.039
Si	1.281	23.118	1.372
Si	0.308	27.912	-0.316
Si	3.351	29.995	0.447
Si	6.34	0.784	1.449
Si	7.902	-2.207	-2.245
Si	5.784	4.873	-0.067
Si	7.886	8.346	0.044
Si	5.688	10.541	0.207
Si	7.924	13.58	0.227
Si	5.325	15.063	-0.768
Si	7.713	18.966	0.333
Si	5.747	21.372	-0.141
Si	8.732	24.115	0.011
Si	4.804	28.046	0.151
Si	8.688	29.276	0.304
Si	11.365	-0.397	0.178
Si	13.198	3.156	-0.013
Si	11.247	4.955	0.009
Si	13.155	8.01	0.025
Si	10.202	11.486	-0.058
Si	12.969	14.16	0.246
Si	11.119	15.789	0.277
Si	13.186	19.75	-0.4
Si	10.844	21.744	0.249
Si	13.698	24.21	-0.034
Si	10.467	27.671	0.244
Si	13.168	30.436	-0.015
Si	16.372	-0.093	0.089
Si	18.631	3.035	0.118
Si	16.28	5.22	0.04
Si	19.018	7.889	-0.124
Si	15.885	11.032	0.009
Si	18.463	13.935	-0.116
Si	16.291	16.217	0.066
Si	19.211	18.766	-0.054
Si	17.618	23.328	1.055
Si	18.293	25.032	-0.534
Si	16.217	27.332	0.094
Si	18.632	30.37	-0.104
Si	22.114	0.592	-0.343
Si	24.95	2.603	0.078
Si	21.055	5.544	-0.313
Si	22.968	7.793	0.528
Si	21.936	10.543	-0.174
Si	24.774	13.375	-0.185
Si	21.371	16.481	-0.184
Si	24.203	19.295	0.112
Si	22.025	21.436	0.349
Si	25.997	26.05	1.403
Si	22.366	27.422	0.19
Si	25.274	30.348	0.411
Si	27.977	0.64	1.706
Si	29.891	2.197	-0.991
Si	26.776	5.643	-0.108
Si	29.567	8.492	-0.194
Si	26.773	11.454	-1.913
Si	29.808	14.137	-0.538
Si	27.346	16.046	0.047
Si	30.109	18.709	0.074
Si	27.138	21.67	0.103
Si	29.408	24.096	-0.479
Si	27.393	28.216	-0.443
Si	31.082	30.307	-0.497
Si	1.346	1.413	1.508
Si	4.036	4.016	1.289
Si	1.399	6.782	1.454
Si	4.069	9.337	1.365
Si	1.643	11.99	1.218
Si	4.826	15.604	1.46
Si	1.418	17.759	1.478
Si	4.171	20.502	1.434
Si	2.566	24.519	-0.006
Si	4.001	26.008	1.217
Si	1.559	28.863	1.467
Si	4.529	31.669	1.604
Si	7.58	2.152	-0.032
Si	9.673	3.932	1.45
Si	6.805	6.623	1.259
Si	9.388	9.65	1.296
Si	6.718	12.155	1.58
Si	9.325	14.954	1.515
Si	6.459	17.473	1.707
Si	9.394	20.289	1.452
Si	6.882	23.086	1.128
Si	9.599	25.816	1.411
Si	6.761	28.588	1.434
Si	9.589	31.204	1.375
Si	12.328	1.388	1.383
Si	14.775	4.127	1.449
Si	12.025	6.662	1.511
Si	14.663	9.476	1.266
Si	11.934	12.371	1.36
Si	14.768	15.073	1.449
Si	12.011	17.552	1.536
Si	14.819	20.52	1.195
Si	12.248	23.136	1.492
Si	14.798	25.9	1.276
Si	12.216	28.734	1.389
Si	14.858	31.355	1.379
Si	17.578	1.412	1.423
Si	20.33	4.111	1.362
Si	17.451	6.864	1.273
Si	20.222	9.561	1.141
Si	17.451	12.282	1.242
Si	20.227	14.93	1.167
Si	17.631	17.674	1.315
Si	20.321	20.284	1.361
Si	16.002	22.073	-0.098
Si	20.614	26.155	1.242
Si	17.65	28.71	1.295
Si	20.234	31.378	1.309
Si	23.46	1.311	1.398
Si	26.041	4.071	1.471
Si	25.124	7.177	0.76
Si	26.042	9.263	1.359
Si	23.195	12.119	1.095
Si	25.939	14.73	1.338
Si	23.041	17.56	1.179
Si	25.782	20.363	1.454
Si	23.152	23.057	1.541
Si	24.523	25.216	-0.175
Si	23.53	28.978	1.47
Si	26.366	31.579	2.016
Si	27.789	1.17	-0.537
Si	31.375	4.132	1.089
Si	28.582	6.761	1.12
Si	31.408	9.48	1.039
Si	28.57	11.88	1.274
Si	31.424	14.982	1.022
Si	28.555	17.57	1.387
Si	31.329	20.311	1.327
Si	28.558	22.988	1.392
Si	31.238	25.864	1.34
Si	29.085	29.052	1.925
Si	30.789	30.687	1.767
Si	-0.084	2.784	2.728
Si	2.799	0.076	2.815
Si	-0.08	8.123	2.64
Si	2.812	5.434	2.75
Si	0.144	13.521	2.384
Si	2.815	10.755	2.795
Si	0.003	19.045	2.811
Si	2.864	16.349	2.651
Si	-0.135	24.41	2.715
Si	2.744	21.848	2.729
Si	0.021	29.913	2.88
Si	2.659	27.209	2.743
Si	5.371	2.595	2.691
Si	8.145	-0.112	2.722
Si	5.433	7.959	2.691
Si	8.217	5.375	2.67
Si	5.466	13.703	2.8
Si	8.137	10.857	2.878
Si	5.361	19.113	2.92
Si	8.119	16.375	2.92
Si	5.463	24.537	2.497
Si	8.138	21.816	2.721
Si	5.562	29.995	2.907
Si	8.092	27.111	2.74
Si	11.004	2.678	2.865
Si	13.654	0.086	2.809
Si	10.709	8.208	2.687
Si	13.538	5.501	2.86
Si	10.713	13.643	2.886
Si	13.352	10.898	2.626
Si	10.783	19.034	2.857
Si	13.568	16.448	2.878
Si	10.961	24.567	2.825
Si	13.626	21.784	2.777
Si	10.894	29.97	2.871
Si	13.557	27.293	2.693
Si	16.208	2.765	2.764
Si	19.019	0.108	2.765
Si	16.15	8.242	2.647
Si	18.927	5.516	2.654
Si	16.145	13.611	2.69
Si	18.909	10.936	2.532
Si	16.239	19.131	2.552
Si	18.989	16.295	2.673
Si	16.301	24.588	2.592
Si	18.999	21.901	2.492
Si	16.291	30.015	2.703
Si	19.107	27.369	2.619
Si	21.906	2.775	2.59
Si	24.573	0.026	2.99
Si	21.723	8.288	2.518
Si	24.741	5.613	2.64
Si	21.739	13.533	2.44
Si	24.573	10.785	2.528
Si	21.758	18.947	2.681
Si	24.48	16.207	2.535
Si	21.768	24.591	2.657
Si	24.589	21.8	2.862
Si	21.804	30.103	2.646
Si	24.647	27.387	2.821
Si	27.258	2.603	2.826
Si	29.886	-0.113	2.838
Si	27.437	8.073	2.765
Si	29.982	5.423	2.521
Si	27.299	13.382	2.66
Si	30.145	10.798	2.61
Si	27.208	18.977	2.708
Si	30.017	16.18	2.607
Si	27.279	24.512	2.691
Si	29.975	21.682	2.703
Si	27.394	29.948	3.24
Si	30.055	27.195	2.89
Si	1.36	4.096	4.068
Si	4.068	1.409	4.227
Si	1.337	9.436	4.049
Si	4.114	6.729	4.167
Si	1.439	14.888	3.888
Si	4.085	12.263	4.09
Si	1.383	20.441	4.101
Si	4.01	17.715	4.198
Si	1.294	25.81	4.065
Si	4.127	23.214	4.013
Si	1.383	31.347	4.13
Si	4.072	28.573	4.094
Si	6.801	3.999	3.997
Si	9.506	1.318	4.074
Si	6.738	9.418	4.081
Si	9.441	6.804	4.088
Si	6.835	14.933	4.247
Si	9.461	12.226	4.248
Si	6.809	20.477	4.146
Si	9.477	17.717	4.25
Si	6.753	25.783	4.077
Si	9.53	23.168	4.085
Si	6.914	31.281	4.269
Si	9.488	28.536	4.099
Si	12.269	4.086	4.22
Si	14.968	1.406	4.199
Si	12.114	9.52	4.067
Si	14.925	6.877	4.121
Si	12.172	15.02	4.15
Si	14.801	12.218	4.012
Si	12.236	20.424	4.111
Si	14.993	17.811	4.1
Si	12.285	25.948	4.146
Si	15.015	23.201	4.045
Si	12.264	31.372	4.152
Si	14.97	28.617	4.061
Si	17.628	4.146	4.058
Si	20.483	1.464	4.031
Si	17.596	9.577	3.957
Si	20.392	6.873	3.916
Si	17.604	14.948	4.018
Si	20.376	12.228	3.887
Si	17.644	20.514	3.902
Si	20.383	17.633	4.043
Si	17.713	25.943	3.953
Si	20.386	23.183	3.961
Si	17.664	31.371	4.087
Si	20.471	28.685	4.02
Si	23.18	4.264	3.932
Si	25.835	1.477	4.303
Si	23.155	9.52	3.937
Si	26.03	6.797	4.159
Si	23.085	14.885	3.9
Si	25.868	12.121	4
Si	23.122	20.369	4.04
Si	25.816	17.578	3.979
Si	23.178	25.942	4.027
Si	25.951	23.181	4.136
Si	23.1	31.345	4.177
Si	25.911	28.581	4.345
Si	28.681	4.049	4.018
Si	31.277	1.355	4.083
Si	28.765	9.496	4.046
Si	31.262	6.765	4.018
Si	28.646	14.825	3.977
Si	31.445	12.24	3.917
Si	28.587	20.338	4.058
Si	31.299	17.589	4.045
Si	28.616	25.826	4.136
Si	31.259	23.058	4.123
Si	28.705	31.359	4.485
Si	31.436	28.494	4.281
Si	0.002	0.022	5.477
Si	2.67	2.747	5.518
Si	-0.009	5.447	5.418
Si	2.7	8.107	5.449
Si	0.035	10.865	5.386
Si	2.692	13.578	5.415
Si	0.057	16.234	5.333
Si	2.663	19.061	5.518
Si	0.001	21.746	5.466
Si	2.727	24.495	5.41
Si	0.071	27.121	5.59
Si	2.731	29.941	5.475
Si	5.463	0.004	5.52
Si	8.142	2.685	5.429
Si	5.471	5.344	5.457
Si	8.09	8.112	5.488
Si	5.425	10.853	5.431
Si	8.139	13.578	5.609
Si	5.421	16.336	5.498
Si	8.128	19.111	5.535
Si	5.426	21.834	5.451
Si	8.156	24.489	5.46
Si	5.433	27.196	5.443
Si	8.222	29.884	5.564
Si	10.861	0.013	5.496
Si	13.614	2.742	5.561
Si	10.835	5.464	5.464
Si	13.529	8.21	5.443
Si	10.839	10.854	5.521
Si	13.541	13.61	5.438
Si	10.86	16.355	5.551
Si	13.616	19.112	5.484
Si	10.892	21.812	5.453
Si	13.663	24.554	5.436
Si	10.878	27.246	5.491
Si	13.63	29.98	5.462
Si	16.348	0.042	5.501
Si	19.062	2.798	5.382
Si	16.3	5.497	5.445
Si	19.023	8.224	5.302
Si	16.244	10.906	5.362
Si	19.031	13.587	5.322
Si	16.327	16.371	5.403
Si	19.017	19.102	5.3
Si	16.36	21.829	5.394
Si	19.048	24.554	5.347
Si	16.367	27.265	5.391
Si	19.076	30.011	5.407
Si	21.765	0.094	5.475
Si	24.444	2.9	5.477
Si	21.759	5.533	5.323
Si	24.531	8.176	5.36
Si	21.766	10.892	5.295
Si	24.478	13.547	5.301
Si	21.77	16.256	5.348
Si	24.492	18.981	5.374
Si	21.744	21.786	5.339
Si	24.515	24.54	5.419
Si	21.802	27.283	5.403
Si	24.474	29.981	5.552
Si	27.215	0.079	5.639
Si	29.963	2.717	5.474
Si	27.327	5.384	5.471
Si	29.993	8.117	5.462
Si	27.279	10.814	5.364
Si	30.025	13.522	5.35
Si	27.231	16.222	5.317
Si	29.936	18.959	5.41
Si	27.267	21.738	5.444
Si	29.939	24.439	5.494
Si	27.281	27.156	5.568
Si	30.072	29.886	5.641
Si	1.341	1.366	6.868
Si	4.067	4.07	6.855
Si	1.34	6.776	6.825
Si	4.043	9.504	6.796
Si	1.352	12.214	6.786
Si	4.049	14.939	6.798
Si	1.322	17.621	6.789
Si	4.079	20.428	6.808
Si	1.381	23.11	6.797
Si	4.075	25.846	6.809
Si	1.417	28.556	6.871
Si	4.096	31.288	6.853
Si	6.808	1.367	6.866
Si	9.481	4.076	6.805
Si	6.763	6.742	6.846
Si	9.463	9.484	6.839
Si	6.756	12.179	6.865
Si	9.516	14.975	6.896
Si	6.778	17.704	6.849
Si	9.544	20.457	6.838
Si	6.811	23.14	6.834
Si	9.525	25.864	6.826
Si	6.802	28.535	6.844
Si	9.559	31.293	6.88
Si	12.216	1.378	6.861
Si	14.98	4.136	6.849
Si	12.201	6.823	6.818
Si	14.926	9.557	6.778
Si	12.216	12.248	6.829
Si	14.95	14.991	6.749
Si	12.265	17.729	6.842
Si	14.996	20.492	6.796
Si	12.276	23.191	6.789
Si	15.021	25.914	6.792
Si	12.257	28.625	6.828
Si	14.98	31.336	6.839
Si	17.734	1.425	6.8
Si	20.423	4.163	6.733
Si	17.7	6.867	6.736
Si	20.399	9.552	6.688
Si	17.658	12.25	6.708
Si	20.392	14.936	6.721
Si	17.701	17.745	6.732
Si	20.391	20.429	6.708
Si	17.721	23.192	6.753
Si	20.428	25.895	6.735
Si	17.724	28.628	6.768
Si	20.412	31.364	6.81
Si	23.129	1.457	6.816
Si	25.886	4.131	6.851
Si	23.141	6.843	6.725
Si	25.882	9.512	6.755
Si	23.116	12.234	6.703
Si	25.845	14.904	6.698
Si	23.123	17.634	6.731
Si	25.851	20.365	6.746
Si	23.128	23.14	6.721
Si	25.862	25.827	6.864
Si	23.124	28.592	6.858
Si	25.846	31.33	6.905
Si	28.61	1.424	6.92
Si	31.328	4.08	6.822
Si	28.626	6.783	6.835
Si	31.338	9.512	6.783
Si	28.614	12.202	6.731
Si	31.335	14.911	6.732
Si	28.546	17.608	6.739
Si	31.294	20.341	6.78
Si	28.588	23.08	6.848
Si	31.314	25.776	6.875
Si	28.632	28.533	6.908
Si	31.393	31.308	6.922
Si	-0.05	2.685	13.654
Si	2.723	-0.06	13.637
Si	-0.04	8.18	13.679
Si	2.667	5.437	13.674
Si	-0.03	13.566	13.605
Si	2.692	10.857	13.655
Si	0.024	18.943	13.573
Si	2.711	16.243	13.601
Si	0.093	24.387	13.559
Si	2.757	21.662	13.544
Si	0.007	29.81	13.575
Si	2.789	27.143	13.571
Si	5.423	2.713	13.643
Si	8.161	0.054	13.676
Si	5.388	8.155	13.663
Si	8.153	5.412	13.661
Si	5.409	13.565	13.623
Si	8.117	10.877	13.568
Si	5.446	18.983	13.58
Si	8.212	16.304	13.594
Si	5.516	24.411	13.631
Si	8.176	21.784	13.646
Si	5.471	29.952	13.649
Si	8.19	27.218	13.649
Si	10.822	2.788	13.666
Si	13.61	0.075	13.658
Si	10.873	8.17	13.578
Si	13.572	5.51	13.6
Si	10.894	13.654	13.576
Si	13.602	10.894	13.548
Si	10.908	19.055	13.58
Si	13.624	16.401	13.559
Si	10.893	24.562	13.621
Si	13.635	21.813	13.541
Si	10.915	30.016	13.697
Si	13.627	27.362	13.64
Si	16.348	2.799	13.59
Si	19.09	0.078	13.556
Si	16.311	8.172	13.559
Si	19.049	5.457	13.627
Si	16.348	13.633	13.527
Si	19.033	10.926	13.58
Si	16.373	19.135	13.545
Si	19.1	16.37	13.537
Si	16.405	24.623	13.609
Si	19.104	21.89	13.602
Si	16.341	30.046	13.607
Si	19.108	27.254	13.572
Si	21.802	2.759	13.633
Si	24.547	0.028	13.599
Si	21.757	8.162	13.608
Si	24.436	5.476	13.606
Si	21.725	13.607	13.564
Si	24.447	10.858	13.603
Si	21.814	19.114	13.637
Si	24.447	16.361	13.593
Si	21.783	24.534	13.633
Si	24.51	21.792	13.695
Si	21.814	29.957	13.564
Si	24.535	27.174	13.675
Si	27.195	2.687	13.593
Si	29.912	-0.078	13.574
Si	27.171	8.141	13.662
Si	29.895	5.436	13.678
Si	27.164	13.563	13.616
Si	29.88	10.87	13.659
Si	27.204	19.089	13.581
Si	29.921	16.27	13.554
Si	27.213	24.42	13.672
Si	29.963	21.752	13.587
Si	27.24	29.838	13.658
Si	29.959	27.119	13.594
Si	1.289	4.062	15.014
Si	4.075	1.327	14.983
Si	1.343	9.521	15.062
Si	4.004	6.817	15.048
Si	1.365	14.868	14.982
Si	4.038	12.221	15.025
Si	1.463	20.247	14.907
Si	4.08	17.607	14.939
Si	1.51	25.699	14.899
Si	4.134	22.979	14.903
Si	1.37	31.151	14.917
Si	4.108	28.527	14.932
Si	6.78	4.051	15.03
Si	9.462	1.457	15.078
Si	6.765	9.547	14.974
Si	9.533	6.814	14.959
Si	6.849	14.91	14.917
Si	9.51	12.245	14.865
Si	6.845	20.305	14.936
Si	9.581	17.672	14.964
Si	6.874	25.786	15.004
Si	9.523	23.207	14.994
Si	6.81	31.346	15.025
Si	9.502	28.64	15.009
Si	12.164	4.209	14.973
Si	14.988	1.476	14.957
Si	12.248	9.526	14.916
Si	14.93	6.864	14.963
Si	12.259	15.051	14.927
Si	14.971	12.27	14.864
Si	12.28	20.433	14.898
Si	14.993	17.794	14.892
Si	12.231	25.995	14.948
Si	14.981	23.23	14.841
Si	12.257	31.425	15.085
Si	14.949	28.782	15.018
Si	17.687	4.113	15.02
Si	20.407	1.422	14.967
Si	17.672	9.523	14.899
Si	20.432	6.788	14.989
Si	17.704	15.023	14.852
Si	20.378	12.274	14.979
Si	17.721	20.528	14.897
Si	20.465	17.699	14.942
Si	17.777	25.987	15.021
Si	20.428	23.241	15.051
Si	17.769	31.381	14.911
Si	20.484	28.585	14.929
Si	23.148	4.112	15.026
Si	25.908	1.336	15.022
Si	23.109	9.493	14.996
Si	25.755	6.8	15.014
Si	23.065	14.971	14.932
Si	25.754	12.225	14.988
Si	23.12	20.494	15.098
Si	25.79	17.789	14.921
Si	23.123	25.863	15.043
Si	25.816	23.169	15.135
Si	23.179	31.32	14.891
Si	25.966	28.426	15.084
Si	28.527	4.002	14.983
Si	31.229	1.266	14.95
Si	28.516	9.499	15.041
Si	31.211	6.864	15.032
Si	28.561	14.934	14.927
Si	31.274	12.238	14.991
Si	28.555	20.471	14.959
Si	31.323	17.576	14.912
Si	28.68	25.713	14.983
Si	31.444	23.015	14.93
Si	28.623	31.203	14.975
Si	31.337	28.431	14.954
Si	-0.109	-0.236	16.182
Si	2.638	2.612	16.311
Si	-0.09	5.476	16.318
Si	2.674	8.176	16.494
Si	-0.024	10.913	16.388
Si	2.66	13.52	16.449
Si	0.009	16.206	16.327
Si	2.687	18.847	16.383
Si	0.155	21.603	16.245
Si	2.888	24.366	16.303
Si	0.115	27.014	16.197
Si	2.74	29.831	16.322
Si	5.445	0.025	16.4
Si	8.062	2.741	16.534
Si	5.402	5.43	16.321
Si	8.171	8.186	16.263
Si	5.404	10.873	16.377
Si	8.171	13.524	16.289
Si	5.503	16.279	16.235
Si	8.217	18.994	16.332
Si	5.316	21.46	16.258
Si	8.27	24.572	16.497
Si	5.489	27.178	16.251
Si	8.162	30.005	16.398
Si	10.858	0.137	16.425
Si	13.556	2.861	16.252
Si	10.861	5.563	16.447
Si	13.557	8.203	16.359
Si	10.886	10.923	16.193
Si	13.657	13.679	16.204
Si	10.935	16.37	16.392
Si	13.644	19.127	16.301
Si	10.922	21.805	16.22
Si	13.64	24.612	16.177
Si	10.869	27.326	16.377
Si	13.658	30.161	16.517
Si	16.474	0.16	16.23
Si	19.107	2.796	16.409
Si	16.271	5.5	16.32
Si	19.049	8.187	16.262
Si	16.235	10.828	16.218
Si	18.979	13.688	16.284
Si	16.359	16.407	16.178
Si	19.102	19.138	16.189
Si	16.337	21.928	16.213
Si	19.143	24.656	16.468
Si	16.396	27.45	16.277
Si	19.119	29.954	16.226
Si	21.776	-0.007	16.228
Si	24.564	2.759	16.362
Si	21.742	5.413	16.43
Si	24.395	8.123	16.461
Si	21.737	10.857	16.326
Si	24.349	13.593	16.324
Si	21.79	16.325	16.378
Si	24.517	19.127	16.444
Si	21.774	21.934	16.488
Si	24.361	24.524	16.533
Si	21.833	27.302	16.398
Si	24.554	29.954	16.227
Si	27.308	-0.073	16.349
Si	29.861	2.591	16.351
Si	27.112	5.359	16.28
Si	29.895	8.22	16.498
Si	27.064	10.819	16.344
Si	29.93	13.609	16.345
Si	27.129	16.339	16.145
Si	29.972	19.032	16.135
Si	27.255	21.826	16.473
Si	30.166	24.409	16.298
Si	27.363	26.936	16.481
Si	29.964	29.79	16.324
Si	1.232	1.079	17.477
Si	4.028	4.006	17.6
Si	1.18	6.812	17.772
Si	4.084	9.58	17.856
Si	1.264	12.159	17.924
Si	4.166	14.933	17.582
Si	1.331	17.496	17.773
Si	4.13	20.086	17.75
Si	1.581	22.904	17.595
Si	4.243	25.791	17.646
Si	1.37	28.367	17.588
Si	4.087	31.245	17.644
Si	6.695	1.325	17.972
Si	9.38	4.283	17.774
Si	6.746	6.892	17.599
Si	9.569	9.557	17.564
Si	6.814	12.193	17.715
Si	9.534	14.88	17.614
Si	6.859	17.572	17.661
Si	9.62	20.42	17.596
Si	7.138	23.298	18.151
Si	9.538	26.032	17.861
Si	6.742	28.57	17.638
Si	9.489	31.43	17.777
Si	12.153	1.671	17.691
Si	14.818	4.218	17.678
Si	12.238	6.94	17.866
Si	14.87	9.591	17.713
Si	12.248	12.32	17.483
Si	15.038	15.059	17.541
Si	12.363	17.762	17.758
Si	14.953	20.624	17.582
Si	12.237	23.272	17.482
Si	15.027	26.014	17.459
Si	12.158	28.747	17.735
Si	15.211	31.605	17.735
Si	17.788	1.431	17.756
Si	20.381	4.134	17.893
Si	17.664	6.878	17.594
Si	20.391	9.481	17.688
Si	17.572	12.214	17.483
Si	20.312	15.044	17.729
Si	17.674	17.832	17.479
Si	20.41	20.436	17.651
Si	17.638	23.273	17.655
Si	20.479	26.091	17.913
Si	17.695	28.824	17.712
Si	20.505	31.235	17.594
Si	23.09	1.39	17.543
Si	25.945	4.014	17.856
Si	23.057	6.701	17.87
Si	25.69	9.546	17.836
Si	22.983	12.249	17.762
Si	25.73	15.051	17.512
Si	23.212	17.654	17.772
Si	27.306	19.022	18.889
Si	22.951	23.309	18.107
Si	25.787	25.798	17.917
Si	23.268	28.683	17.688
Si	25.941	31.203	17.627
Si	28.676	1.141	17.835
Si	31.238	4.021	17.569
Si	28.316	6.821	17.607
Si	31.299	9.684	17.854
Si	28.464	12.225	17.546
Si	31.355	14.909	17.766
Si	28.524	17.731	17.37
Si	31.465	20.172	17.524
Si	28.924	23.049	17.703
Si	31.595	25.685	17.723
Si	28.782	28.347	17.765
Si	31.382	31.047	17.706
Si	-0.11	2.536	18.675
Si	2.424	-0.373	18.892
Si	-0.055	8.254	19.257
Si	2.65	5.373	18.903
Si	0.054	13.687	19.372
Si	2.691	10.815	19.356
Si	-0.085	18.807	19.128
Si	2.898	16.267	19.01
Si	0.282	24.147	19.066
Si	2.815	21.488	19.059
Si	-0.182	29.398	19.031
Si	2.688	26.972	18.942
Si	5	2.511	19.174
Si	7.935	-0.247	19.297
Si	4.009	6.788	20.18
Si	8.146	5.79	19.081
Si	6.563	15.02	20.46
Si	8.204	10.793	18.987
Si	5.636	18.879	19.172
Si	8.112	16.092	18.997
Si	4.033	23.833	20.68
Si	8.498	21.656	19.243
Si	5.271	29.76	19.033
Si	8.12	27.477	19.174
Si	10.724	2.914	19.05
Si	14.655	0.768	19.145
Si	10.966	8.487	19.139
Si	13.61	5.625	19.271
Si	10.964	13.604	18.95
Si	13.539	11.106	18.987
Si	11.27	19.463	18.985
Si	12.571	14.69	20.31
Si	10.946	24.518	18.996
Si	13.729	22.166	18.875
Si	10.821	30.101	19.18
Si	13.593	27.268	18.791
Si	16.113	2.692	18.886
Si	18.811	-0.451	18.895
Si	16.328	8.245	18.953
Si	18.832	5.535	19.14
Si	16.237	13.546	18.863
Si	19.053	11.039	18.847
Si	16.482	19.368	18.789
Si	19.082	16.703	18.925
Si	16.312	24.754	18.978
Si	18.705	21.543	18.843
Si	16.947	30.679	19.009
Si	18.874	27.416	19.101
Si	21.818	2.646	19.119
Si	24.498	0.008	18.762
Si	22.873	9.361	20.594
Si	24.463	5.314	19.239
Si	21.253	13.295	19.048
Si	24.192	10.789	19.212
Si	21.892	19.149	18.964
Si	24.593	16.281	19.165
Si	21.954	25.222	19.605
Si	24.524	22.065	19.428
Si	21.97	30.03	19.087
Si	25.144	27.867	18.895
Si	27.354	2.533	19.209
Si	30.119	-0.314	19.187
Si	27.006	8.036	19.064
Si	30.075	4.897	19.405
Si	27.125	13.693	18.714
Si	29.846	11.181	19.092
Si	25.812	20.563	17.895
Si	29.919	16.478	18.727
Si	27.976	24.329	20.352
Si	29.106	19.915	20.045
Si	27.043	29.499	18.901
Si	30.724	27.479	19.027
Si	1.627	3.504	19.839
Si	3.028	1.536	20.055
Si	1.751	8.973	20.63
Si	5.543	8.21	19.119
Si	2.051	14.538	20.289
Si	3.656	12.763	20.275
Si	1.105	20.432	20.282
Si	4.412	17.313	20.493
Si	2.013	25.148	20.32
Si	5.639	24.747	19.256
Si	1.671	30.481	20.304
Si	3.45	28.771	20.195
Si	5.981	4.691	21.162
Si	9.332	0.734	20.892
Si	7.387	9.087	20.441
Si	9.202	7.519	20.262
Si	5.431	13.567	19.008
Si	9.898	11.87	20.145
Si	7.31	19.99	20.494
Si	9.594	17.951	21.004
Si	6.839	26.165	20.646
Si	10.257	22.714	20.361
Si	6.921	30.633	20.423
Si	8.956	29.294	20.391
Si	12.498	4.543	21.099
Si	14.854	0.173	21.351
Si	11.791	10.396	20.394
Si	15.456	6.555	20.363
Si	13.735	16.305	19.041
Si	14.504	12.838	20.265
Si	12.179	21.237	20.258
Si	15.259	17.235	20.602
Si	12.696	25.56	20.108
Si	14.488	23.959	20.148
Si	11.934	31.688	21.595
Si	15.017	28.152	21.276
Si	16.943	4.584	20.18
Si	21.042	0.172	20.832
Si	17.711	9.641	20.204
Si	19.741	7.237	20.575
Si	17.875	15.51	20.453
Si	20.468	15.415	22.091
Si	18.545	22.253	21.738
Si	20.52	17.927	20.382
Si	17.395	26.202	20.476
Si	18.782	25.328	22.217
Si	16.342	30.877	21.323
Si	20.009	28.345	20.916
Si	23.457	3.573	20.505
Si	25.66	1.338	20.24
Si	21.578	8.026	19.191
Si	25.766	6.714	20.564
Si	24.161	14.667	20.923
Si	25.865	12.995	20.526
Si	23.046	20.362	20.617
Si	26.404	17.367	20.281
Si	20.858	26.252	21.679
Si	28.475	21.862	22.237
Si	23.101	31.661	20.279
Si	23.989	26.01	20.802
Si	28.976	3.361	20.746
Si	31.321	1.388	20.326
Si	28.765	8.638	20.495
Si	30.895	7.431	20.712
Si	28.461	15.171	19.868
Si	30.243	12.821	20.776
Si	30.275	21.561	18.92
Si	30.565	18.077	20.292
Si	25.633	24.383	19.977
Si	32.119	22.239	20.257
Si	29.171	30.835	20.815
Si	30.084	29.176	22.362
Si	14.86	12.689	28.608
Si	5.331	1.763	24.708
Si	-3.77	20.161	28.688
Si	-13.754	5.397	25.93
Si	-12.642	7.289	23.631
Si	-5.235	15.023	27.32
Si	-5.359	17.977	27.719
Si	17.75	9.174	24.555
Si	-10.788	21.666	30.483
Si	-20.5	19.385	29.224
Si	-14.391	35.25	32.512
Si	-9.493	29.086	24.695
Si	9.559	12.652	25.033
Si	5.748	-1.091	32.058
Si	-1.201	6.537	27.882
Si	33.504	-1.884	27.777
Si	5.896	18.602	25.096
Si	-15.4	18.449	25.064
Si	4.801	27.551	22.749
Si	1.65	26.544	33.302
Si	5.537	21.316	26.622
Si	24.632	29.203	31.61
Si	14.41	-3.719	33.544
Si	22.517	2.139	30.646
Si	12.593	-10.734	27.822
Si	11.395	-2.477	24.256
Si	8.495	5.975	30.556
Si	16.439	7.426	31.335
Si	25.249	4.045	24.971
Si	14.71	17.981	23.519
Si	0.181	24.874	31.211
Si	8.521	24.214	22.331
Si	34.957	30.878	23.295
Si	9.635	39.873	28.116
Si	18.434	-8.095	31.589
Si	39.759	-0.481	25.279
Si	-2.651	10.914	30.008
Si	12.418	-5.878	22.062
Si	10.513	4.52	29.157
Si	46.611	23.332	30.018
Si	17.319	24.578	24.612
Si	12.197	14.042	24.342
Si	35.145	4.948	30.509
Si	9.535	32.987	33.357
Si	28.943	31.277	33.027
Si	34.226	23.088	29.09
Si	31.312	7.398	23.9
Si	15.987	7.002	23.363
Si	34.03	13.518	31.197
Si	35.596	19.234	22.504
Si	35.931	1.974	30.462
Si	22.004	9.693	30.22
Si	39.057	17.209	29.056
Si	37.769	43.246	25.404
Si	28.007	30.844	23.319
Si	16.187	30.173	24.918
Si	42.139	27.981	28.209
Si	8.686	30.594	27.558
Si	31.657	-0.122	26.291
Si	24.979	-16.668	23.742
Si	24.82	18.703	22.526
Si	34.02	11.148	32.916
Si	27.971	15.075	24.303
Si	24.363	15.003	26.549
Si	36.623	22.453	33.128
Si	34.469	17.87	24.92
Si	19.94	46.985	24.805
Si	15.333	34.327	33.145
Si	22.841	25.232	25.654
Si	33.585	30.457	30.633
Si	-3.166	-2.059	25.87
Si	8.644	13.581	22.315
Si	-0.865	18.971	24.373
Si	7.655	4.45	23.689
Si	14.098	0.47	27.58
Si	1.181	28.21	26.579
Si	-1.013	23.101	27.595
Si	17.307	20.138	27.559
Si	-4.501	19.322	25.072
Si	9.724	17.314	33.539
Si	8.641	21.406	26.387
Si	-8.215	50.135	28.193
Si	-8.179	-3.989	28.792
Si	2.741	0.481	25.404
Si	8.705	-6.159	24.172
Si	22.185	-4.803	27.034
Si	-10.707	13.843	21.206
Si	9.636	7.757	25.096
Si	-2.049	20.392	26.486
Si	15.864	29.553	30.829
Si	4.302	17.46	33.134
Si	3.313	30.241	32.768
Si	3.587	26.371	25.42
Si	18.267	29.655	26.999
Si	19.285	-0.89	25.21
Si	11.851	-5.276	32.639
Si	10.244	14.877	29.185
Si	-5.893	23.819	33.555
Si	17.283	4.539	22.44
Si	25.914	9.007	31.433
Si	12.705	13.534	30.384
Si	18.317	16.143	26.692
Si	19.055	21.848	31.393
Si	13.741	34.128	30.529
Si	5.395	-8.441	31.249
Si	18.355	30.777	29.988
Si	10.583	-6.45	26.389
Si	11.085	-3.175	30.361
Si	27.823	9.98	35.183
Si	23.148	14.647	33.024
Si	17.488	19.971	33.046
Si	37.694	36.227	26.971
Si	23.038	7.765	24.441
Si	20.544	10.807	27.71
Si	4.984	19.26	30.762
Si	10.173	19.476	31.594
Si	14.754	20.711	28.991
Si	13.688	28.657	28.824
Si	15.736	5.617	26.014
Si	24.182	6.183	26.804
Si	24.606	8.28	21.904
Si	17.981	9.248	27.697
Si	19.334	-5.554	27.895
Si	33.425	8.684	31.297
Si	12.269	10.041	33.442
Si	41.594	22.725	29.066
Si	25.351	23.422	25.77
Si	35.477	39.352	25.17
Si	19.654	36.109	24.084
Si	53.853	39.728	31.002
Si	28.861	19.358	33.679
Si	39.592	4.679	32.611
Si	33.751	11.859	27.489
Si	26.136	4.455	32.252
Si	12.374	24.843	24.543
Si	11.094	15.615	22.058
Si	23.706	36.479	28.52
Si	29.387	12.843	32.057
Si	34.814	39.068	32.919
Si	34.151	16.38	32.459
Si	38.587	39.33	24.897
Si	33.074	34.823	25.082
Si	1.388	17.079	27.967
Si	9.921	1.632	28.048
Si	0.352	18.595	30.559
Si	3.681	6.302	27.966
Si	-3.092	32.248	28.294
Si	1.078	1.992	22.017
Si	6.211	21.699	29.668
Si	-0.956	22.548	32.895
Si	-1.841	7.527	32.168
Si	17.312	26.93	30.07
Si	11.245	32.096	26.754
Si	-5.437	42.075	23.07
Si	18.7	5.492	31.284
Si	7.238	-2.861	30.257
Si	6.883	1.842	28.456
Si	10.874	0.077	30.662
Si	14.84	6.906	28.79
Si	5.909	11.249	28.119
Si	19.904	0.389	31.004
Si	2.424	20.763	31.064
Si	5.449	8.457	27.27
Si	-5.892	36.978	29.379
Si	9.79	28.572	22.434
Si	4.4	-4.553	33.128
Si	15.818	11.65	21.871
Si	7.784	1.589	23.466
Si	27.689	-3.979	31.959
Si	13.315	4.633	30.528
Si	4.061	15.468	27.913
Si	16.318	13.165	31.405
Si	21.895	11.818	32.26
Si	0.278	23.561	25.046
Si	9.395	6.145	33.325
Si	2.396	11.698	24.676
Si	24.396	-0.843	25.107
Si	29.232	-5.003	29.335
Si	21.075	11.158	22.485
Si	22.495	3.049	33.674
Si	17.713	9.467	33.057
Si	14.55	6.032	33.062
Si	28.366	39.962	24.793
Si	25.706	29.401	26.204
Si	15.053	9.81	28.828
Si	30.11	24.813	29.766
Si	32.221	28.611	28.909
Si	38.941	1.861	31.39
Si	19.935	-14.151	27.793
Si	20.052	19.819	25.126
Si	38.154	-2.28	23.25
Si	20.604	20.222	22.369
Si	22.206	10.388	25.308
Si	13.693	28.633	25.619
Si	29.486	13.664	29.186
Si	40.594	24.735	32.492
Si	18.341	11.949	23.343
Si	24.495	40.741	29.136
Si	22.068	28.175	32.672
Si	31.363	2.554	31.702
Si	34.078	1.892	32.831
Si	28.103	12.36	22.77
Si	19.503	6.568	28.663
Si	25.33	1.435	31.424
Si	35.658	23.347	26.32
Si	21.029	33.555	23.847
Si	45.773	11.246	23.193
Si	32.418	14.381	28.546
Si	25.342	31.899	22.387
Si	24.177	39.334	31.584
Si	18.112	30.243	22.774
Si	14.682	2.897	22.825
Si	-4.292	6.521	27.787
Si	-6.616	21.166	23.954
Si	-10.12	3.415	23.528
Si	-5.61	1.381	28.981
Si	13.641	16.099	25.766
Si	4.016	15.966	24.887
Si	8.28	-7.389	27.858
Si	-5.375	22.675	27.906
Si	15.172	17.93	33.046
Si	-16.17	32.856	25.769
Si	10.019	22.575	31.621
Si	19.006	12.266	32.422
Si	14.76	-6.972	25.69
Si	27.372	5.026	22.826
Si	4.105	0.936	27.9
Si	6.259	-7.059	25.682
Si	15.662	15.371	27.97
Si	-5.3	25.24	26.592
Si	12.375	24.399	32.469
Si	21.311	25.353	31.731
Si	14.84	25.932	28.734
Si	14.844	-17.048	31.02
Si	10.171	5.932	22.762
Si	10.863	10.169	28.326
Si	6.519	-5.724	31.116
Si	11.19	17.013	27.321
Si	12.927	10.557	30.709
Si	11.324	10.262	25.338
Si	14.803	2.614	25.651
Si	11.247	22.162	25.027
Si	13.31	20.676	23.212
Si	-7.82	34.319	26.752
Si	28.388	28.038	26.458
Si	24.378	-0.806	33.313
Si	18.868	-10.258	26.333
Si	36.092	12.641	29.291
Si	7.07	8.991	23.599
Si	14.652	12.115	33.871
Si	20.084	-2.299	32.318
Si	22.334	18.718	29.712
Si	26.195	17.773	33.28
Si	22.163	12.964	26.466
Si	38.18	20.612	22.869
Si	31.034	32.257	30.943
Si	32.763	28.703	23.869
Si	41.385	12.428	28.055
Si	21.29	22.798	33.092
Si	30.274	-6.277	21.08
Si	30.544	20.289	31.158
Si	24.205	16.816	31.058
Si	32.367	9.354	28.61
Si	31.269	21.724	23.192
Si	20.556	24.505	27.242
Si	25.501	25.752	29.041
Si	28.491	41.023	30.299
Si	38.393	23.463	23.34
Si	29.543	-15.202	23.304
Si	32.818	5.239	25.356
Si	35.868	13.945	22.868
Si	33.885	8.99	23.759
Si	48.365	22.642	22.674
Si	41.035	18.297	26.791
Si	22.819	24.269	29.371
Si	32.007	5.195	30.699
Si	41.324	17.026	30.867
Si	32.813	25.752	22.697
Si	22.863	26.656	22.844
Si	27.343	23.963	30.585
O	5.533	11.623	26.576
O	-2.695	-0.529	32.141
O	-5.265	5.357	28.331
O	-4.267	-4.46	28.071
O	9.557	-7.599	26.883
O	5.682	0.734	28.288
O	-0.214	5.856	26.806
O	-9.626	-4.416	23.298
O	6.745	3.106	32.295
O	0.948	0.529	33.524
O	-6.237	22.512	34.445
O	-6.233	-1.852	22.934
O	0.946	16.392	33.973
O	7.224	12.07	28.527
O	6.216	9.629	28.107
O	-0.867	28.633	34.543
O	-5.558	26.721	35.667
O	-5.578	28.713	25.792
O	3.785	14.021	28.542
O	0.898	37.476	30.736
O	-4.697	32.306	33.819
O	-0.572	30.01	28.079
O	-13.759	31.343	23.679
O	-2.271	25.165	35.432
O	8.713	-9.161	31.818
O	22.889	-0.274	33.63
O	1.178	9.106	22.141
O	-0.334	-1.53	34.191
O	-1.823	21.924	26.878
O	8.488	-7.805	33.996
O	17.221	15.725	27.79
O	8.542	13.194	23.887
O	5.079	11.27	34.366
O	17.906	12.915	31.446
O	10.28	0.689	29.305
O	9.863	0.602	31.814
O	5.282	16.263	33.654
O	18.155	20.545	31.686
O	22.854	17.726	30.899
O	12.111	20.696	34.64
O	12.806	12.12	31.185
O	12.697	18.248	35.562
O	14.71	33.766	31.768
O	13.956	24.596	24.785
O	1.88	25.183	34.166
O	1.071	36.172	21.408
O	2.938	21.37	32.481
O	10.918	27.269	33.95
O	14.691	-3.019	24.879
O	6.27	7.432	26.3
O	5.957	-1.94	30.68
O	21.712	1.875	34.472
O	12.308	0.795	30.895
O	-6.377	-3.561	34.844
O	3.015	16.89	32.345
O	17.601	-1.359	34.845
O	6.896	9.296	34.838
O	15.776	0.43	34.101
O	15.238	1.496	22.233
O	11.192	14.018	30.169
O	1.089	19.882	31.22
O	13.594	10.915	33.67
O	9.911	22.705	34.889
O	22.631	10.86	31.169
O	23.217	20.223	34.94
O	1.146	24.368	30.005
O	24.321	24.647	28.929
O	2.249	21.964	30.009
O	17.374	26.095	34.702
O	7.867	26.17	31.686
O	14.902	29.453	29.535
O	19.19	29.892	31.059
O	23.098	-3.924	28.003
O	23.737	4.019	24.403
O	28.346	0.513	28.677
O	17.406	6.251	31.844
O	13.7	5.063	32.063
O	8.33	4.917	33.417
O	17.468	14.902	34.769
O	21.302	10.74	24.022
O	14.47	10.152	30.331
O	8.533	1.544	22.05
O	23.078	8.838	29.352
O	22.669	13.207	32.489
O	19.064	13.141	24.141
O	30.221	11.568	31.483
O	27.61	18.515	33.066
O	18.658	19.327	33.967
O	20.116	12.151	19.455
O	25.205	33.057	32.642
O	39.808	1.954	30.042
O	22.972	26.491	26.663
O	12.989	24.555	33.961
O	14.238	33.429	29.158
O	24.071	33.025	26.142
O	31.81	22.433	21.852
O	26.482	0.924	30.424
O	18.677	3.912	22.903
O	35.904	0.9	29.259
O	32.648	23.719	32.321
O	19.968	6.388	34.67
O	19.738	1.854	23.903
O	34.787	1.49	31.465
O	24.585	6.711	30.016
O	24.78	8.08	32.176
O	11.901	-6.776	31.988
O	39.107	0.373	32.037
O	24.253	14.352	34.161
O	19.437	17.027	27.435
O	12.299	16.915	26.155
O	21.854	28.113	34.27
O	17.626	8.877	26.149
O	15.61	28.129	34.291
O	19.15	13.127	33.789
O	26.7	38.478	21.584
O	24.728	40.166	27.632
O	21.611	22.318	34.558
O	21.274	26.918	32.062
O	21.492	29.593	32.176
O	18.811	34.109	31.518
O	22.478	6.312	35.117
O	27.31	8.182	31.395
O	33.51	-6.516	31.948
O	41.074	-3.604	34
O	29.771	7.654	30.959
O	35.455	-2.332	34.314
O	30.434	3.168	35.4
O	35.406	6.895	26.783
O	38.084	18.412	29.474
O	38.965	-1.765	21.934
O	35.693	12.566	35.687
O	35.498	11.731	33.238
O	30.641	17.858	24.413
O	18.651	19.442	28.117
O	30.669	23.877	28.59
O	28.679	14.985	34.676
O	24.852	27.193	29.32
O	26.839	23.428	32.006
O	19.912	24.949	31.028
O	28.361	26.433	26.11
O	28.198	24.439	34.041
O	28.526	28.076	30.722
O	17.278	38.737	23.015
O	26.428	34.381	34.674
O	13.035	1.012	18.928
O	-6.951	9.357	22.48
O	9.987	-3.095	23.72
O	-9.869	3.807	21.976
O	-2.729	7.72	24.69
O	-2.561	2.208	21.083
O	-3.24	20.735	30.083
O	8.962	2.459	36.174
O	-4.017	20.417	21.543
O	-1.169	6.062	31.982
O	9.645	16.162	29.939
O	8.472	8.549	24.288
O	1.602	19.779	21.736
O	3.224	24.816	25.666
O	9.173	12.409	34.806
O	5.474	21.931	23.8
O	4.181	31.589	32.414
O	4.581	23.852	22.242
O	-3.153	12.56	35.428
O	5.889	26.645	21.917
O	5.44	35.993	20.519
O	11.228	31.431	25.278
O	-3.781	25.545	20.949
O	1.469	25.486	21.821
O	-1.367	10.099	29.548
O	13.972	2.67	24.26
O	10.206	-1.474	27.651
O	7.176	-9.261	22.64
O	13.792	3.087	30.32
O	13.286	-0.115	21.706
O	17.343	5.698	26.066
O	13.722	-3.827	27.219
O	6.121	7.678	23.642
O	2.49	16.445	24.635
O	9.128	12.237	21.558
O	2.928	7.839	20.834
O	7.381	18.106	25.521
O	10.234	22.61	30.009
O	8.982	24.995	23.665
O	-5.777	20.303	25.02
O	2.733	18.976	24.113
O	-1.185	25.497	21.77
O	-0.613	22.382	24.417
O	5.721	23.186	30.064
O	17.654	36.69	35.104
O	9.825	34.46	19.792
O	11.219	27.884	22.031
O	11.887	15.353	23.441
O	3.112	-5.545	32.866
O	8.726	-12.794	26.879
O	16.146	1.723	25.384
O	6.43	4.346	22.651
O	14.707	11.111	22.946
O	21.079	0.121	22.439
O	20.371	15.452	23.714
O	23.342	18.591	28.466
O	12.294	10.522	21.974
O	19.697	5.782	27.275
O	19.898	23.047	27.403
O	10.926	31.094	30.669
O	5.492	16.04	28.413
O	11.934	22.433	26.465
O	7.057	21.759	26.12
O	17.18	29.44	23.867
O	9.471	39.213	31.746
O	14.219	27.153	25.255
O	12.131	25.845	23.326
O	18.136	25.638	23.687
O	7.301	26.581	24.941
O	26.269	36.953	23.748
O	13.783	27.076	29.212
O	11.513	10.58	26.903
O	21.921	-4.015	25.639
O	33.095	-0.593	26.91
O	31.414	1.169	30.867
O	19.071	2.341	33.9
O	22.573	3.389	29.604
O	27.461	16.173	20.726
O	25.806	12.202	34.172
O	25.119	11.559	20.338
O	17.434	14.073	19.869
O	20.859	18.432	29.114
O	28.501	22.992	21.096
O	20.248	21.635	30.306
O	6.525	20.837	21.637
O	9.716	23.258	21.83
O	8.476	39.657	29.275
O	31.917	19.702	25.82
O	12.351	29.323	29.393
O	25.715	2.895	32.041
O	11.476	36.247	20.32
O	10.578	32.601	21.596
O	8.392	26.786	28.434
O	16.838	30.833	30.584
O	21.194	29.298	20.341
O	37.008	6.236	24.809
O	27.53	2.919	29.105
O	43.326	0.954	26.766
O	29.153	13.836	30.782
O	19.965	19.06	21.427
O	21.616	4.385	33.779
O	35.521	5.945	29.296
O	28.233	8.681	22.034
O	16.94	21.973	21.831
O	21.09	16.758	21.394
O	18.897	15.23	21.678
O	18.465	24.465	33.201
O	23.657	19.053	21.437
O	21.862	20.942	21.615
O	25.1	20.148	23.166
O	26.059	18.121	21.677
O	36.224	17.908	21.771
O	22.367	34.486	23.884
O	29.689	22.073	23.274
O	29.479	46.93	20.774
O	32.622	36.308	25.48
O	20.733	32.514	25.065
O	36.511	33.879	24.479
O	32.74	35.425	32.555
O	43.129	3.149	28.285
O	31.135	7.57	22.308
O	34.108	7.326	31.798
O	32.511	1.086	21.42
O	26.981	12.808	21.692
O	28.412	-1.399	24.83
O	31.81	6.056	29.37
O	29.105	15.932	23.538
O	31.858	13.099	20.686
O	25.149	22.322	24.612
O	36.792	15.243	26.317
O	36.703	12.928	21.89
O	29.777	12.092	28.939
O	31.545	20.114	23.231
O	24.092	31.246	21.565
O	36.913	14.864	23.717
O	34.414	29.706	26.953
O	28.368	24.173	18.779
O	34.374	22.866	25.426
O	22.556	25.023	30.771
O	28.689	29.376	23.19
O	28.18	38.713	23.776
O	25.574	35.266	25.64
O	20.848	27.642	27.877
O	-5.011	10.935	23.382
O	0.209	-5.36	23.087
O	-5.284	8.526	24.411
O	-1.982	0.414	27.462
O	6.364	3.254	27.84
O	-4.342	18.494	23.676
O	6.372	10.179	24.467
O	8.836	7.458	34.109
O	0.432	18.069	24.118
O	3.935	11.221	24.521
O	12.753	23.127	28.918
O	7.202	9.455	22.048
O	5.311	19.769	26.102
O	-18.555	21.34	27.622
O	-1.206	29.467	23.233
O	5.473	16.146	21.015
O	-5.611	21.94	22.961
O	10.476	18.62	32.939
O	3.756	28.204	21.706
O	4.984	17.271	24.946
O	-10.405	22.144	31.982
O	3.919	26.735	23.852
O	14.511	28.261	19.742
O	-7.227	17.441	31.901
O	9.904	-5.701	25.134
O	13.778	-13.179	29.435
O	7.838	-1.215	26.493
O	15.303	-3.01	21.761
O	2.46	2.65	33.811
O	19.121	-0.459	29.853
O	14.032	-13.668	33.538
O	19.395	-2.207	26.147
O	15.586	12.312	32.564
O	9.003	18.633	30.805
O	8.885	16.554	32.389
O	0.434	27.629	27.928
O	15.191	15.806	29.454
O	5.02	26.527	26.164
O	9.683	21.702	25.153
O	7.153	16.709	30.394
O	0.073	13.128	27.557
O	-10.226	20.195	30.288
O	-2.833	30.369	34.012
O	0.273	24.808	24.009
O	18.328	-2.573	28.542
O	6.902	-12.739	34.879
O	24.421	-2.086	32.387
O	18.112	0.036	25.904
O	16.678	-13.373	26.325
O	8.284	-2.745	31.502
O	15.21	4.097	26.105
O	25.319	5.26	26.07
O	21.13	4.091	23.907
O	13.372	13.245	28.935
O	32.369	-1.282	31.177
O	9.266	16.888	19.849
O	8.251	18.847	21.273
O	15.535	13.78	27.64
O	14.515	17.457	22.007
O	16.341	27.214	21.273
O	-4.413	20.684	34.382
O	20.435	12.217	31.693
O	11.701	18.045	28.462
O	15.743	12.692	29.975
O	16.76	28.2	30.896
O	6.065	22.358	17.384
O	0.211	22.467	28.445
O	8.355	24.242	29.082
O	9.098	13.863	28.685
O	16.736	-11.504	33.863
O	16.668	2.504	32.751
O	14.182	2.532	33.926
O	15.983	3.818	23.104
O	11.588	5.338	22.213
O	21.005	10.354	29.169
O	16.801	-2.687	26.405
O	20.05	6.734	22.1
O	29.033	10.195	20.114
O	18.657	5.598	29.66
O	33.026	15.792	27.978
O	16.233	18.46	23.826
O	25.867	14.637	27.055
O	24.27	15.165	24.938
O	33.546	34.8	23.566
O	14.669	21.574	23.309
O	17.651	21.644	27.071
O	20.997	34.338	20.185
O	23.245	30.721	24.669
O	13.305	14.544	25.407
O	5.793	24.454	24.62
O	21.026	32.175	35.451
O	28.137	21.309	27.823
O	28.963	-8.574	30.654
O	16.456	-13.853	32.619
O	18.609	10.75	32.756
O	31.118	0.81	34.514
O	23.893	16.43	27.115
O	29.045	-1.628	27.367
O	22.578	6.55	31.64
O	21.059	12.341	27.497
O	16.547	9.867	34.087
O	30.245	17.601	21.846
O	23.216	6.731	25.645
O	10.687	18.959	20.434
O	15.621	16.892	34.219
O	26.942	22.878	29.464
O	21.443	24.408	33.042
O	15.815	18.682	20.106
O	21.333	24.647	25.812
O	19.888	25.352	35.27
O	24.539	17.578	23.675
O	40.481	21.692	29.598
O	16.091	31.777	24.612
O	19.559	32.255	20.394
O	20.018	38.952	31.783
O	26.078	33.033	21.495
O	28.21	7.731	28.847
O	34.088	10.51	24.219
O	30.806	14.518	28.749
O	37.161	5.028	27.356
O	22.963	11.728	25.788
O	39.742	5.504	24.795
O	33.739	5.521	33.788
O	29.449	20.257	25.369
O	34.879	14.841	21.92
O	38.813	1.621	23.311
O	43.51	13.632	25.128
O	29.807	19.698	32.443
O	28.73	9.941	30.081
O	21.918	12.502	22.169
O	31.806	5.893	24.267
O	43.842	23.31	32.456
O	45.455	32.175	27.308
O	16.524	16.268	20.935
O	23.499	26.138	34.81
O	32.684	28.351	25.449
O	42.476	21.009	32.022
O	38.18	25.731	30.596
O	37.366	34.65	31.16
O	19.36	25.59	27.365
O	1.689	5.541	24.897
O	-1.904	-4.51	29.319
O	6.402	-8.435	32.522
O	20.286	-0.686	32.178
O	-0.997	8.146	27.798
O	2.25	13.05	23.814
O	13.905	1.879	26.778
O	13.492	14.724	31.149
O	-0.195	8.449	24.327
O	12.703	12.822	23.387
O	14.855	24.592	29.607
O	11.28	-4.088	31.691
O	18.683	19.09	24.657
O	1.662	31.168	21.816
O	-2.504	19.627	27.827
O	4.833	5.843	21.239
O	7.255	37.798	20.293
O	-0.075	21.665	33.902
O	12.017	10.356	29.412
O	1.667	20.107	34.934
O	6.184	31.094	24.514
O	4.723	44.329	29.158
O	8.68	27.487	22.904
O	8.18	32.911	24.299
O	5.32	35.919	25.384
O	13.451	-8.93	31.488
O	1.681	1.6	25.9
O	8.976	4.856	22.846
O	8.453	1.386	33.933
O	10.807	-5.372	27.576
O	19.129	-3.458	22.019
O	11.943	-7.127	25.942
O	11.493	19.472	30.682
O	10.399	-15.551	22.147
O	3.463	19.68	30.494
O	13.695	19.203	23.702
O	16.484	8.479	23.801
O	10.156	11.183	24.677
O	10.367	8.628	28.401
O	14.678	17.026	31.792
O	9.247	22.342	27.548
O	7.269	14.218	21.719
O	16.051	14.743	31.665
O	13.809	13.489	34.124
O	8.066	35.645	24.268
O	-1.29	25.283	30.662
O	5.62	28.776	23.427
O	5.28	21.653	33.686
O	6.121	0.749	25.731
O	26.119	10.398	32.236
O	12.243	-3.662	24.987
O	11.704	-11.981	28.364
O	9.665	11.225	28.589
O	15.035	-2.972	32.227
O	17.116	8.857	31.674
O	10.804	16.283	34.139
O	13.687	6.685	34.243
O	21.238	1.151	30.446
O	17.54	16.926	25.511
O	16.387	23.557	23.786
O	19.421	29.904	33.726
O	12.276	8.808	34.482
O	20.665	19.124	26.464
O	21.054	19.72	23.851
O	1.502	14.835	32.083
O	18.753	27.206	29.397
O	12.72	43.161	24.566
O	9.765	17.485	26.698
O	17.629	20.402	19.307
O	3.926	35.118	27.358
O	18.309	23.644	25.468
O	25.596	-1.708	25.777
O	6.477	-1.95	33.24
O	23.735	2.589	27.465
O	11.464	-9.107	24.239
O	7.85	-2.121	28.955
O	19.171	22.199	20.25
O	21.223	9.917	26.52
O	24.534	15.395	22.334
O	25.53	9.142	29.835
O	18.622	8.354	33.78
O	34.189	17.88	26.534
O	20.936	6.801	29.403
O	11.063	15.518	27.944
O	14.822	23.586	21.705
O	21.669	24.774	28.368
O	14.994	23.003	34.722
O	9.807	14.645	22.026
O	26.113	28.601	31.677
O	23.62	28.107	32.235
O	12.76	20.699	21.693
O	18.097	23.096	30.991
O	18.901	23.716	22.261
O	15.522	32.517	27.055
O	19.715	21.362	25.45
O	8.935	-1.152	33.519
O	26.294	-6.8	27.638
O	30.127	7.734	33.615
O	26.564	15.783	23.944
O	33.149	0.132	36.061
O	24.772	16.633	29.553
O	26.942	4.831	33.636
O	26.561	25.344	30.206
O	23.311	9.274	24.968
O	10.249	6.515	24.262
O	25.548	24.855	33.775
O	25.16	18.708	34.08
O	31.48	19.121	30.528
O	16.241	20.181	28.756
O	21.651	10.014	21.508
O	26.467	24.567	25.398
O	19.094	36.497	25.549
O	24.308	29.594	30.086
O	36.108	23.14	34.489
O	24.667	27.485	20.429
O	24.8	32.584	23.743
O	35.06	40.675	24.319
O	30.285	31.711	29.631
O	22.492	35.409	32.12
O	29.34	-6.592	29.134
O	24.03	7.45	23.204
O	31.186	3.797	30.691
O	39.472	3.32	35.074
O	18.735	8.518	20.847
O	38.383	27.653	32.316
O	30.962	5.824	20.411
O	33.202	17.296	31.519
O	42.354	7.115	21.774
O	28.926	5.853	18.785
O	18.942	10.565	27.671
O	32.249	24.065	26.431
O	35.534	16.499	28.317
O	27.549	16.438	28.083
O	34.705	30.279	31.768
O	33.298	12.367	32.097
O	23.953	34.053	30.552
O	28.06	30.253	32.152
O	30.439	23.128	33.72
O	31.87	33.771	25.284
O	24.955	31.404	34.746
O	24.546	28.598	25.409
O	34.153	31.106	29.235
O	35.73	38.094	31.97
O	5.754	5.162	33.648
O	4.479	13.769	33.862
O	4.077	-9.03	31.994
O	2.928	7.409	33.943
O	-9.337	5.206	27.782
O	5.571	21.291	28.245
O	-3.929	-0.927	22.148
O	-9.557	-6.968	24.135
O	3.019	3.507	30.034
O	1.982	12.033	26.177
O	-3.052	12.183	22.146
O	9.135	4.584	30.01
O	8.322	1.534	27.79
O	0.383	28.961	30.266
O	14.757	11.19	27.995
O	10.587	5.882	28.252
O	5.826	20.64	30.824
O	-0.118	26.472	35.849
O	-2.405	13.601	33.199
O	2.059	32.01	24.449
O	3.904	30.723	23.168
O	8.118	25.275	21.178
O	-6.707	33.834	27.817
O	-1.373	21.645	31.622
O	-4.901	-2.539	20.261
O	7.059	5.589	31.25
O	9.847	-3.883	29.56
O	10.95	0.253	34.146
O	3.474	-0.064	26.775
O	12.329	9.617	31.888
O	4.519	9.271	26.193
O	15.133	6.991	21.961
O	10.903	8.729	25.232
O	2.412	27.294	26.045
O	1.573	9.942	31.863
O	3.706	18.34	34.354
O	8.653	17.817	34.623
O	2.573	23.502	27.888
O	10.926	10.868	33.782
O	7.009	14.29	34.564
O	6.842	28.21	30.12
O	-17.958	16.174	26.965
O	-0.72	8.682	31.972
O	6.014	19.301	23.651
O	18.668	3.994	31.834
O	13.859	-5.128	22.227
O	6.934	-7.682	27.011
O	18.486	-4.604	26.903
O	15.217	6.341	24.644
O	2.542	1.344	21.65
O	24.025	3.095	34.276
O	4.289	22.335	26.24
O	17.818	10.771	24.327
O	24.636	2.48	20.819
O	16.106	7.187	29.775
O	8.846	-3.63	27.146
O	14.33	16.785	24.498
O	23.307	13.906	27.095
O	15.082	7.279	32.185
O	11.731	4.571	30.22
O	25.604	29.272	27.807
O	-4.737	39.594	26.298
O	10.779	38.237	33.961
O	13.359	27.809	33.048
O	14.264	41.077	28.475
O	17.394	-6.98	31.094
O	21.529	7.722	23.932
O	19.085	8.576	23.87
O	15.748	5.275	33.855
O	19.552	6.198	24.701
O	15.23	6.354	27.342
O	28.189	13.997	28.293
O	27.974	-4.837	33.315
O	11.896	30.829	20.213
O	12.104	21.085	24.201
O	19.068	14.893	26.025
O	9.136	7.287	26.571
O	13.934	5.764	29.52
O	20.444	17.499	34.688
O	16.314	26.585	28.841
O	18.76	7.989	28.38
O	8.789	12.57	26.441
O	17.008	12.509	22.597
O	30.034	27.593	22.109
O	12.059	30.735	22.891
O	19.802	22.238	32.781
O	14.757	21.923	30.084
O	14.474	-7.184	27.247
O	24.797	5.375	32.297
O	22.933	8.979	34.896
O	27.906	18.907	28.893
O	40.204	17.76	28.067
O	21.741	11.023	33.666
O	26.534	16.445	34.139
O	19.466	11.367	22.3
O	24.008	23.631	35.556
O	16.658	10.371	21.244
O	21.345	13.769	25.348
O	23.777	15.437	31.77
O	33.43	8.736	29.677
O	36.686	20.4	22.326
O	23.921	24.105	26.042
O	28.779	28.64	35.664
O	35.533	13.043	30.761
O	27.98	12.284	32.673
O	19.374	21.225	22.641
O	29.588	28.97	25.858
O	30.945	31.28	25.556
O	34.816	44.526	28.689
O	22.628	22.667	29.471
O	16.646	9.578	28.562
O	30.154	2.571	32.782
O	32.988	10.427	27.57
O	27.97	18.285	26.286
O	28.089	13.521	23.886
O	28.373	3.927	22.163
O	25.186	4.012	29.169
O	21.177	8.678	31.185
O	37.806	18.417	32.134
O	37.347	7.522	28.336
O	33.547	18.155	29.083
O	25.727	18.244	27.614
O	22.012	15.573	33.733
O	28.187	15.112	25.9
O	34.147	29.543	23.735
O	31.441	17.541	34.816
O	25.903	22.617	27.071
O	36.378	22.306	20.184
O	33.099	13.954	29.951
O	16.343	25.503	25.495
O	29.927	38.764	27.641
O	28.107	23.973	27.318
O	26.997	37.49	30.915
O	13.633	3.648	21.847
Si	-0.011	2.722	8.225
Si	2.722	-0.013	8.204
Si	-0.003	8.153	8.184
Si	2.703	5.433	8.208
Si	-0.016	13.561	8.145
Si	2.695	10.857	8.168
Si	-0.03	18.976	8.149
Si	2.7	16.288	8.16
Si	0.024	24.421	8.204
Si	2.72	21.751	8.176
Si	0.064	29.912	8.245
Si	2.763	27.191	8.217
Si	5.423	2.712	8.217
Si	8.174	-0.004	8.21
Si	5.392	8.133	8.173
Si	8.136	5.415	8.202
Si	5.394	13.573	8.175
Si	8.126	10.842	8.215
Si	5.425	19.06	8.185
Si	8.145	16.351	8.207
Si	5.451	24.5	8.175
Si	8.178	21.794	8.195
Si	5.461	29.918	8.206
Si	8.18	27.214	8.209
Si	10.854	2.745	8.195
Si	13.607	0.031	8.198
Si	10.845	8.16	8.197
Si	13.584	5.477	8.179
Si	10.877	13.6	8.21
Si	13.596	10.91	8.168
Si	10.9	19.092	8.188
Si	13.628	16.342	8.156
Si	10.915	24.529	8.178
Si	13.635	21.846	8.166
Si	10.925	29.968	8.235
Si	13.64	27.263	8.162
Si	16.357	2.769	8.174
Si	19.064	0.056	8.18
Si	16.32	8.196	8.111
Si	19.055	5.508	8.109
Si	16.328	13.632	8.095
Si	19.035	10.895	8.074
Si	16.357	19.099	8.13
Si	19.062	16.357	8.081
Si	16.368	24.546	8.146
Si	19.079	21.809	8.105
Si	16.361	29.975	8.163
Si	19.085	27.26	8.128
Si	21.751	2.799	8.148
Si	24.477	0.063	8.195
Si	21.765	8.2	8.082
Si	24.49	5.506	8.147
Si	21.767	13.593	8.093
Si	24.495	10.891	8.09
Si	21.766	19.05	8.07
Si	24.5	16.286	8.092
Si	21.79	24.514	8.104
Si	24.486	21.759	8.094
Si	21.768	29.987	8.182
Si	24.505	27.218	8.196
Si	27.214	2.759	8.241
Si	29.973	0.005	8.229
Si	27.219	8.148	8.152
Si	29.966	5.431	8.205
Si	27.218	13.566	8.088
Si	29.939	10.846	8.137
Si	27.205	18.996	8.116
Si	29.935	16.264	8.098
Si	27.216	24.444	8.199
Si	29.95	21.7	8.17
Si	27.231	29.92	8.207
Si	29.968	27.151	8.237
Si	1.349	4.076	9.585
Si	4.069	1.351	9.577
Si	1.34	9.508	9.552
Si	4.045	6.799	9.573
Si	1.345	14.913	9.51
Si	4.045	12.211	9.535
Si	1.355	20.34	9.496
Si	4.076	17.65	9.51
Si	1.394	25.798	9.54
Si	4.107	23.106	9.517
Si	1.399	31.284	9.594
Si	4.119	28.55	9.573
Si	6.768	4.08	9.575
Si	9.515	1.375	9.567
Si	6.758	9.475	9.553
Si	9.491	6.788	9.551
Si	6.779	14.944	9.514
Si	9.494	12.232	9.54
Si	6.825	20.399	9.528
Si	9.53	17.721	9.535
Si	6.822	25.846	9.55
Si	9.552	23.162	9.534
Si	6.817	31.293	9.568
Si	9.537	28.605	9.563
Si	12.23	4.105	9.54
Si	14.968	1.419	9.533
Si	12.223	9.547	9.516
Si	14.97	6.843	9.498
Si	12.263	14.982	9.516
Si	14.979	12.28	9.49
Si	12.271	20.469	9.519
Si	14.999	17.725	9.487
Si	12.278	25.91	9.537
Si	14.997	23.214	9.528
Si	12.261	31.355	9.583
Si	14.989	28.634	9.531
Si	17.718	4.14	9.506
Si	20.431	1.416	9.528
Si	17.693	9.543	9.471
Si	20.415	6.85	9.479
Si	17.692	15.002	9.449
Si	20.402	12.24	9.453
Si	17.722	20.469	9.491
Si	20.416	17.715	9.464
Si	17.723	25.915	9.504
Si	20.446	23.154	9.483
Si	17.699	31.351	9.53
Si	20.424	28.61	9.534
Si	23.133	4.132	9.506
Si	25.856	1.372	9.572
Si	23.128	9.542	9.467
Si	25.847	6.827	9.535
Si	23.13	14.954	9.471
Si	25.847	12.235	9.483
Si	23.123	20.41	9.463
Si	25.837	17.657	9.488
Si	23.144	25.84	9.524
Si	25.833	23.092	9.52
Si	23.147	31.331	9.546
Si	25.874	28.559	9.564
Si	28.582	4.105	9.583
Si	31.31	1.359	9.6
Si	28.575	9.503	9.522
Si	31.299	6.805	9.568
Si	28.559	14.928	9.481
Si	31.278	12.21	9.512
Si	28.559	20.351	9.507
Si	31.267	17.625	9.5
Si	28.582	25.8	9.567
Si	31.307	23.055	9.54
Si	28.6	31.279	9.55
Si	31.336	28.53	9.561
Si	0.013	-0.027	10.937
Si	2.705	2.708	10.948
Si	-0.022	5.439	10.942
Si	2.68	8.152	10.936
Si	-0.037	10.863	10.902
Si	2.691	13.561	10.896
Si	-0.023	16.268	10.852
Si	2.72	18.988	10.865
Si	0	21.679	10.873
Si	2.77	24.442	10.894
Si	0.023	27.139	10.892
Si	2.754	29.901	10.928
Si	5.444	-0.012	10.917
Si	8.135	2.721	10.917
Si	5.409	5.441	10.939
Si	8.12	8.127	10.921
Si	5.401	10.852	10.895
Si	8.137	13.601	10.885
Si	5.436	16.292	10.882
Si	8.174	19.059	10.913
Si	5.473	21.752	10.873
Si	8.196	24.504	10.905
Si	5.489	27.2	10.926
Si	8.191	29.962	10.951
Si	10.889	0.047	10.945
Si	13.596	2.763	10.916
Si	10.866	5.45	10.902
Si	13.601	8.194	10.852
Si	10.863	10.892	10.892
Si	13.623	13.63	10.868
Si	10.902	16.351	10.857
Si	13.64	19.093	10.842
Si	10.905	21.808	10.896
Si	13.644	24.573	10.917
Si	10.916	27.268	10.912
Si	13.633	30	10.911
Si	16.33	0.059	10.882
Si	19.07	2.78	10.879
Si	16.329	5.481	10.86
Si	19.046	8.189	10.86
Si	16.34	10.907	10.832
Si	19.052	13.628	10.8
Si	16.36	16.368	10.846
Si	19.091	19.108	10.852
Si	16.377	21.849	10.862
Si	19.095	24.539	10.836
Si	16.363	27.283	10.88
Si	19.062	29.986	10.888
Si	21.801	0.049	10.888
Si	24.486	2.764	10.886
Si	21.756	5.481	10.86
Si	24.478	8.194	10.87
Si	21.754	10.885	10.841
Si	24.48	13.597	10.861
Si	21.779	16.352	10.826
Si	24.486	19.058	10.844
Si	21.804	21.794	10.867
Si	24.499	24.471	10.903
Si	21.81	27.234	10.879
Si	24.517	29.943	10.903
Si	27.215	-0.039	10.898
Si	29.929	2.721	10.938
Si	27.194	5.459	10.917
Si	29.916	8.153	10.929
Si	27.194	10.866	10.867
Si	29.901	13.56	10.866
Si	27.197	16.299	10.861
Si	29.923	18.995	10.87
Si	27.206	21.737	10.869
Si	29.948	24.429	10.902
Si	27.221	27.168	10.921
Si	29.953	29.889	10.898
Si	1.352	1.334	12.312
Si	4.05	4.088	12.309
Si	1.315	6.803	12.314
Si	4.048	9.509	12.284
Si	1.335	12.203	12.267
Si	4.074	14.918	12.235
Si	1.365	17.601	12.21
Si	4.122	20.344	12.191
Si	1.403	23.027	12.19
Si	4.16	25.784	12.257
Si	1.394	28.485	12.231
Si	4.101	31.278	12.274
Si	6.787	1.363	12.283
Si	9.491	4.094	12.255
Si	6.767	6.784	12.321
Si	9.493	9.516	12.233
Si	6.759	12.233	12.229
Si	9.54	14.975	12.197
Si	6.82	17.642	12.236
Si	9.54	20.442	12.263
Si	6.847	23.1	12.232
Si	9.546	25.898	12.25
Si	6.828	28.581	12.295
Si	9.54	31.354	12.322
Si	12.227	1.426	12.315
Si	14.963	4.15	12.248
Si	12.238	6.84	12.21
Si	14.974	9.55	12.194
Si	12.241	12.271	12.22
Si	14.982	15.016	12.207
Si	12.267	17.731	12.191
Si	15.004	20.47	12.182
Si	12.253	23.197	12.244
Si	15.001	25.971	12.279
Si	12.251	28.672	12.274
Si	14.969	31.39	12.262
Si	17.697	1.426	12.223
Si	20.429	4.117	12.259
Si	17.697	6.813	12.231
Si	20.402	9.541	12.239
Si	17.704	12.272	12.176
Si	20.413	14.98	12.168
Si	17.728	17.744	12.199
Si	20.443	20.466	12.255
Si	17.733	23.231	12.229
Si	20.446	25.876	12.223
Si	17.704	28.64	12.266
Si	20.445	31.345	12.227
Si	23.16	1.399	12.262
Si	25.829	4.099	12.276
Si	23.108	6.833	12.219
Si	25.843	9.519	12.258
Si	23.106	12.235	12.222
Si	25.826	14.964	12.25
Si	23.115	17.727	12.216
Si	25.822	20.43	12.244
Si	23.146	23.134	12.292
Si	25.871	25.805	12.294
Si	23.191	28.559	12.267
Si	25.891	31.257	12.293
Si	28.56	1.323	12.247
Si	31.273	4.083	12.31
Si	28.543	6.794	12.297
Si	31.265	9.526	12.294
Si	28.537	12.214	12.252
Si	31.282	14.91	12.212
Si	28.548	17.668	12.238
Si	31.3	20.331	12.247
Si	28.564	23.087	12.252
Si	31.343	25.763	12.254
Si	28.602	28.517	12.261
Si	31.318	31.234	12.255

Results
total energy: -461831.274 eV
total energy less fixed offsets of O -438.25, Si -107.07 eV per atom: 20.966 eV

Forces (eV/angstrom) on atoms 647 to 2102 of the 2136, counted in the order above; the others are left out for length: element, x, y, z
Si	0.014	0.008	0.034
Si	-0.015	-0.022	-0.006
Si	-0.019	0.034	-0.021
Si	-0.012	-0.055	0.099
Si	0.013	0.017	-0.009
Si	-0.026	-0.007	0.019
Si	0.036	0.048	0.078
Si	0.005	-0.029	-0.015
Si	-0.001	0.061	-0.011
Si	0.074	0.047	0.023
Si	-0.027	-0.083	-0.007
Si	0.03	-0.023	0.088
Si	0.018	0.012	-0.023
Si	-0.025	-0.042	0.065
Si	0.054	0.078	0.006
Si	-0.018	-0.017	0.037
Si	-0.003	-0.013	0.076
Si	0.018	0	-0.015
Si	0.046	0.034	-0.004
Si	0.032	0.048	0.01
Si	-0.004	-0.023	0.012
Si	0.018	-0.003	0.042
Si	0.435	0.303	0.364
Si	0.034	0.022	0.003
Si	0.022	0.011	0.024
Si	-0.023	-0.021	0.025
Si	-0.265	0.145	-0.331
Si	-0.032	-0.017	-0.003
Si	-0.085	-0.018	-0.021
Si	0.025	0.07	-0.002
Si	-0.005	-0.006	0.014
Si	0.014	-0.011	0.055
Si	-0.053	-0.025	0.009
Si	0.014	-0.02	0.013
Si	-0.002	0.023	-0.012
Si	0.031	-0.044	0.063
Si	0.007	0.044	-0.009
Si	-0.047	-0.022	-0.097
Si	-0.02	-0.065	-0.042
Si	0	-0.021	0.022
Si	0.003	-0.04	-0.009
Si	-0.026	-0.018	0.005
Si	0.014	-0.013	0.006
Si	0.07	0.031	0.017
Si	-0.055	0.053	0.03
Si	-0.043	0.045	0.026
Si	0.031	-0.001	0.025
Si	-0.171	0.109	0.017
Si	-0.061	0.01	-0.039
Si	0.041	0.015	0.008
Si	-0.066	0.066	0.004
Si	-0.025	-0.017	0.015
Si	0.063	0.064	-0.026
Si	-0.038	0.027	-0.04
Si	0.001	0.027	0.081
Si	0.006	0.044	-0.032
Si	0.029	-0.028	-0.098
Si	0.014	0.001	0.042
Si	0.046	-0.056	0.033
Si	-0.055	-0.06	-0.008
Si	0.02	-0.194	0.067
Si	-0.009	-0.064	0.015
Si	0.035	0.007	0.013
Si	-0.057	0.042	-0.053
Si	-0.179	0.422	-0.48
Si	-0.024	0.06	0.073
Si	0.066	-0.038	-0.011
Si	0.01	-0.079	0.02
Si	0.007	0.022	-0.004
Si	-0.006	-0.065	0.008
Si	0.153	-0.423	-0.333
Si	-0.021	-0.019	0.089
Si	0.016	-0.034	-0.029
Si	-0.002	0.025	0.024
Si	-0.043	-0.042	0.046
Si	-0.074	-0.041	0.036
Si	0.059	-0.037	0.024
Si	-0.042	0.038	0.029
Si	0.193	0.179	-0.403
Si	-0.004	-0.021	-0.01
Si	-0.095	-0.027	0.046
Si	-0.001	0.038	0.009
Si	-0.06	-0.003	0.102
Si	-0.348	-0.281	-0.333
Si	-0.08	-0.103	0.009
Si	-0.016	0.035	0.063
Si	-0.144	-0.341	-0.524
Si	-0.039	-0.104	0.045
Si	0.114	-0.062	-0.652
Si	0.364	0.245	-0.413
Si	0.148	-0.061	-0.719
Si	-0.116	-0.001	0.024
Si	-0.012	-0.026	0.071
Si	-0.48	-0.357	-0.282
Si	-0.008	0.541	-0.419
Si	-0.05	0.04	-0.023
Si	-0.044	0.011	-0.024
Si	-0.002	-0.006	-0.012
Si	0.141	0.241	-0.798
Si	0.393	-0.093	-0.043
Si	0.092	0.039	0.054
Si	0.054	-0.014	0.079
Si	0.012	-0.104	0.065
Si	-0.078	-0.031	0.133
Si	0.209	0.301	-0.486
Si	0.019	-0.02	-0.125
Si	-0.074	-0.032	0.021
Si	0.062	0.072	0.1
Si	-0.376	-0.33	-0.302
Si	-0.347	-0.372	-0.329
Si	0.063	0.015	0.045
Si	-0.279	-0.005	-0.364
Si	0.01	0.042	-0.042
Si	0.037	0.021	0.072
Si	-0.501	-0.149	-0.336
Si	-0.386	-0.443	-0.146
Si	-0.175	-0.15	-0.743
Si	0.034	-0.042	0.022
Si	-0.065	-0.004	0.063
Si	0.165	0.208	-0.703
Si	0.015	0.048	0.068
Si	0.139	0.024	0.111
Si	0.302	0.272	-0.223
Si	0.035	0.033	0.015
Si	0.408	-0.185	-0.189
Si	-0.015	-0.073	0.014
Si	0.367	0.382	-0.16
Si	-0.346	-0.251	-0.484
Si	0.062	0.007	-0.023
Si	-0.056	-0.077	0.124
Si	0.121	0.158	-0.089
Si	0.006	0.093	-0.054
Si	0.26	0.304	-0.378
Si	0.169	0.216	-0.668
Si	-0.046	0.047	0.016
Si	-0.043	0.01	0.16
Si	-0.062	0.022	0.016
Si	0.174	-0.716	-0.098
Si	-0.067	-0.005	0.048
Si	0.323	0.388	-0.379
Si	-0.081	-0.005	-0.016
Si	0.069	0.092	0.015
Si	-0.597	0.135	0.122
Si	0.18	-0.195	-0.611
Si	-0.139	-0.122	-0.364
Si	0.008	0.005	-0.037
Si	0.138	0.061	-0.509
Si	0.113	0.144	-0.411
Si	-0.147	0.344	-0.751
Si	-0.017	0.052	-0.004
Si	-0.101	-0.205	-0.478
Si	-0.126	-0.124	-0.552
Si	-0.151	0.281	-0.559
Si	-0.042	0.179	-0.695
Si	0.254	-0.075	-0.657
Si	-0.041	-0.002	0.03
Si	0.054	-0.253	-0.538
Si	-0.146	0.129	-0.647
Si	-0.053	0.186	-0.202
Si	-0.238	-0.551	-0.343
Si	0.121	-0.15	-0.633
Si	-0.267	0.145	-0.677
Si	0.018	0.03	0.011
Si	0.34	-0.129	-0.511
Si	0.089	-0.015	-0.784
Si	-0.211	0.088	0.1
Si	-0.12	0.203	-0.679
Si	0.229	-0.13	-0.572
Si	0.265	-0.169	-0.5
Si	0.03	0.075	0.035
Si	0.366	0.475	-0.385
Si	0.412	-0.469	-0.415
Si	-0.119	-0.011	-0.64
Si	0.154	-0.199	-0.36
Si	0.111	0.053	0.153
Si	0.041	0.069	-0.1
Si	-0.239	0.274	-0.588
Si	-0.268	-0.25	-0.674
Si	0.045	-0.04	0.011
Si	-0.117	0.203	-0.662
Si	-0.084	0.06	-0.189
Si	0.058	-0.084	-0.119
Si	-0.046	-0.017	0.008
Si	0.56	-0.241	-0.42
Si	0.081	0.188	-0.628
Si	0.161	-0.257	-0.618
Si	0.247	0.394	-0.414
Si	0.374	-0.388	-0.328
Si	-0.274	-0.024	-0.138
Si	-0.048	-0.051	-0.613
Si	0.363	-0.289	-0.221
Si	0.157	0.541	-0.398
Si	0.362	0.38	-0.104
Si	-0.209	-0.396	-0.562
Si	-0.217	0.329	-0.715
Si	0.204	-0.017	-0.674
Si	-0.016	-0.013	-0.035
Si	-0.402	0.289	-0.372
Si	-0.197	-0.356	-0.514
Si	-0.074	0.564	-0.41
Si	0.256	0.226	-0.483
Si	-0.189	0.04	-0.826
Si	-0.038	-0.314	0
Si	0.063	-0.104	-0.196
Si	-0.556	0.198	-0.358
Si	0.107	-0.391	0.034
Si	-0.126	0.091	-0.702
Si	0.016	-0.082	-0.667
Si	0.226	-0.574	-0.483
Si	-0.153	0.532	-0.584
Si	-0.077	0.004	-0.644
Si	0.029	-0.293	-0.466
Si	-0.041	0.087	0.082
Si	0.082	0.237	-0.58
Si	-0.001	-0.03	-0.015
Si	0.214	-0.164	-0.803
Si	0.473	-0.1	-0.276
Si	0.188	0.502	-0.702
Si	0.102	-0.069	0.007
Si	0.034	0.048	-0.07
Si	-0.029	0.01	0.097
Si	-0.025	-0.023	0.053
Si	-0.111	-0.034	-0.155
Si	-0.139	-0.026	-0.155
Si	0.042	0.044	-0.026
Si	0.033	-0.062	0.053
Si	-0.215	0.119	0.1
Si	0.045	-0.02	-0.097
Si	-0.064	-0.048	0.16
Si	0.011	0.182	-0.129
Si	0.089	-0.029	-0.127
Si	-0.034	0.091	0.021
Si	-0.037	-0.038	-0.005
Si	-0.04	-0.006	0.068
Si	-0.114	0.066	0.083
Si	-0.017	0.047	0.001
Si	0.071	-0.036	-0.217
Si	-0.303	0.486	0.504
Si	0.023	0.073	-0.096
Si	0.006	0.067	0.167
Si	-0.293	0.502	0.467
Si	-0.089	-0.137	0.004
Si	0.107	-0.024	-0.07
Si	0.115	0.006	-0.057
Si	-0.069	0.12	0.126
Si	0.041	0.024	-0.042
Si	-0.013	0.073	-0.011
Si	0.137	0.086	-0.124
Si	-0.017	-0.094	0.055
Si	0.116	0.042	-0.109
Si	0.07	0.038	-0.051
Si	-0.006	-0.054	0.041
Si	0.058	0.069	0.149
Si	-0.009	-0.021	-0.165
Si	-0.078	0.024	0.014
Si	0.147	-0.303	-0.646
Si	0.05	-0.017	-0.025
Si	-0.066	-0.048	-0.105
Si	-0.06	0.033	-0.177
Si	0.049	-0.122	-0.098
Si	0.062	-0.009	0.179
Si	0.047	0.108	0.24
Si	-0.031	-0.003	0.092
Si	-0.059	0.025	0.038
Si	-0.052	-0.041	-0.21
Si	-0.07	-0.077	-0.18
Si	-0.048	-0.058	-0.061
Si	-0.247	-0.113	-0.113
Si	-0.079	0.017	0.066
Si	0.158	0.011	0.047
Si	0.004	-0.06	0.005
Si	0.046	-0.114	-0.067
Si	0.038	0.14	-0.092
Si	0.116	-0.037	-0.036
Si	0.138	-0.078	0
Si	0.033	0.039	-0.087
Si	-0.03	-0.1	0.008
Si	-0.005	0.042	0.012
Si	-0.093	-0.183	-0.002
Si	-0.377	-0.188	0.706
Si	-0.157	-0.041	-0.067
Si	0.133	-0.082	-0.072
Si	0.146	0.049	0.067
Si	0.067	0.125	0.103
Si	-0.042	0.087	-0.143
Si	0.012	0.123	0.225
Si	-0.109	0.022	-0.022
Si	0.027	0.086	0.018
Si	-0.036	0.06	-0.126
Si	-0.12	-0.108	-0.141
Si	-0.063	0.16	-0.069
Si	0.054	0.093	-0.079
Si	0.061	-0.022	-0.174
Si	0.01	-0.031	0.007
Si	0.084	0.072	0.015
Si	0.074	-0.054	-0.196
Si	-0.039	-0.124	-0.13
Si	0.113	-0.028	0.071
Si	-0.171	-0.007	-0.177
Si	0.043	-0.109	0.164
Si	0.063	-0.085	-0.02
Si	0.062	-0.169	-0.093
Si	0.059	-0.084	-0.124
Si	-0.077	-0.045	-0.147
Si	0.048	0.502	-0.254
Si	-0.118	0.017	-0.117
Si	0.081	-0.146	0.024
Si	-0.032	-0.012	0.131
Si	-0.104	-0.117	0.182
Si	0.391	-0.669	0.101
Si	-0.067	0.157	-0.127
Si	0.02	0.154	-0.081
Si	-0.043	0.024	-0.06
Si	-0.056	0.032	0.158
Si	0.06	-0.005	0.056
Si	0.074	0.017	0.279
Si	-0.205	0.012	-0.69
Si	-0.088	0.053	-0.014
Si	0.109	-0.027	-0.008
Si	-0.022	0.03	-0.145
Si	0.139	-0.006	0.023
Si	-0.059	0.141	0.009
Si	-0.075	0.168	0.101
Si	0.089	0.129	0.031
Si	-0.015	-0.025	0.003
Si	0.083	0.051	0.16
Si	-0.036	-0.06	-0.015
Si	-0.119	0.057	0.095
Si	-0.012	0.033	0.207
Si	-0.005	0.012	-0.113
Si	0.058	0.006	-0.043
Si	0.077	0.026	-0.176
Si	-0.007	-0.099	0.199
Si	-0.152	-0.02	0.05
Si	-0.03	0.053	-0.078
Si	0.117	-0.141	-0.054
Si	0.001	-0.019	-0.229
Si	0.109	0.039	0.05
Si	-0.208	-0.05	-0.703
Si	0.008	-0.01	-0.085
Si	-0.049	-0.034	0.001
Si	-0.086	-0.02	0.004
Si	-0.032	0	0.129
Si	-0.052	0.048	0.041
Si	0.096	0.076	-0.012
Si	-0.027	0.051	-0.119
Si	0.05	-0.035	0.025
Si	-0.036	-0.024	-0.144
Si	0.235	-0.35	0.598
Si	-0.074	0.118	0.005
Si	-0.162	-0.01	0.024
Si	0.164	-0.035	0.109
Si	0.118	-0.015	-0.143
Si	0.365	0.002	-0.435
Si	0.054	0.014	0.026
Si	-0.039	0.028	0.092
Si	-0.016	-0.093	0.303
Si	-0.071	0.177	0.097
Si	-0.067	-0.04	-0.056
Si	0.016	0.088	-0.061
Si	-0.102	-0.088	-0.078
Si	0.017	0.151	0.042
Si	0.089	-0.083	0.055
Si	-0.103	-0.159	0.037
Si	0.017	-0.023	0.052
Si	0.084	0.016	-0.328
Si	-0.109	0.062	0.025
Si	-0.169	0.02	0.194
Si	-0.087	-0.039	0.186
Si	0.016	-0.015	-0.009
Si	0.142	-0.074	-0.043
Si	-0.064	0.064	-0.138
Si	0.037	-0.09	-0.114
Si	-0.149	-0.107	0.076
Si	-0.129	-0.076	0.001
Si	0.141	-0.166	0.114
Si	-0.088	-0.026	0.144
Si	-0.137	-0.088	-0.074
Si	0.179	-0.069	0.066
Si	-0.018	0.111	0.147
Si	0.019	0.085	-0.068
Si	-0.075	0.05	0.107
Si	-0.176	0.246	-0.639
Si	-0.149	0.547	0.511
Si	-0.399	0.289	-0.446
Si	0.145	-0.053	-0.125
Si	0.056	0.09	0.187
Si	0.183	0.07	0.034
Si	-0.112	0.106	0.033
Si	-0.061	0.018	0.104
Si	0.056	-0.045	0.114
Si	0.053	0.118	-0.191
Si	0.093	0.032	0.11
Si	0.024	-0.03	-0.112
Si	-0.077	-0.151	0.004
Si	-0.026	0.065	0.103
Si	0.108	0.165	-0.064
Si	0.204	-0.107	0.283
Si	-0.126	-0.016	0.084
Si	0.128	-0.073	-0.041
Si	0.073	-0.037	-0.123
Si	-0.188	0.065	0.012
Si	0.024	-0.028	-0.106
Si	0.107	0.016	0.144
Si	0.03	-0.035	-0.053
Si	-0.055	-0.079	0.064
Si	0.071	0.06	-0.06
Si	0.004	-0.101	0.045
Si	0.044	-0.008	-0.195
Si	0.039	-0.011	-0.17
Si	-0.059	-0.042	-0.06
Si	0.01	-0.045	0.021
Si	0.047	0.065	0.096
Si	0.118	0.224	0.052
Si	0.097	-0.012	-0.089
Si	0.074	0.046	-0.068
Si	0.011	0.068	0.042
Si	0.032	-0.105	0.075
Si	0.075	0.2	0.205
Si	0.027	0.003	-0.22
Si	-0.02	0.058	0.02
Si	-0.144	0.09	0.032
Si	0.028	-0.077	0.04
Si	0.09	0.069	-0.037
Si	-0.071	-0.063	-0.264
Si	0.001	0.058	0.038
Si	-0.005	-0.059	-0.326
Si	0.105	0.072	0.025
Si	-0.313	0.309	-0.557
Si	-0.064	0.03	-0.189
Si	0.118	0.006	0.097
Si	0.17	-0.115	-0.02
Si	-0.002	-0.173	-0.143
Si	-0.164	0.083	0.01
Si	-0.007	-0.109	0.061
Si	0.059	0.059	-0.151
Si	0.06	0.112	-0.064
Si	0.074	0.031	-0.062
Si	-0.041	-0.003	0.256
Si	0.034	0.027	0.038
Si	0.093	0.028	0.104
Si	-0.107	0.09	0.143
Si	0.09	0.019	-0.18
Si	-0.052	0.034	-0.071
Si	0.095	-0.097	-0.008
Si	0.074	-0.109	-0.13
Si	0.007	-0.12	0.056
Si	0.041	-0.02	-0.02
Si	0.003	0.176	0.127
Si	-0.074	0	0.06
Si	-0.005	0.088	-0.027
Si	0.083	-0.01	0.086
Si	0.173	0.017	-0.252
Si	-0.058	-0.067	-0.058
Si	0.025	-0.035	-0.011
Si	0.011	0.027	0.056
Si	0.062	0.015	0.105
Si	-0.056	0.119	-0.113
Si	0.067	-0.07	-0.032
Si	-0.028	-0.056	-0.025
Si	0.142	0.244	-0.277
Si	0.028	0.029	-0.03
Si	0.112	-0.07	0.019
Si	-0.056	0.024	0.01
Si	-0.096	-0.036	-0.043
Si	0.053	0.011	0.034
Si	0.059	0.057	-0.2
Si	0.303	0.088	0.58
Si	-0.116	0.147	0.14
Si	-0.005	-0.159	0.089
Si	0.021	-0.005	0.097
Si	-0.072	-0.047	0.067
Si	0.046	-0.01	-0.053
Si	0.013	0.024	0.037
Si	-0.191	0.169	-0.118
Si	0.207	-0.052	-0.12
Si	0.029	-0.028	-0.109
Si	0.196	0.236	-0.662
Si	0.095	-0.015	0.075
Si	-0.028	0.079	0.107
Si	0.021	-0.002	0.007
Si	0.009	-0.026	-0.219
Si	0.067	-0.092	0.005
Si	-0.025	-0.054	0.087
Si	0.036	-0.038	0.091
Si	-0.045	0.211	-0.181
Si	-0.002	0.065	-0.259
Si	0.007	0.121	-0.074
Si	0.054	0.021	-0.289
Si	0.016	-0.191	-0.195
Si	0.025	-0.046	-0.237
Si	0.008	-0.003	-0.046
Si	-0.006	-0.032	0.094
Si	-0.104	0.028	0.026
Si	0.059	0.116	0.124
Si	-0.159	-0.11	-0.109
Si	-0.331	-0.031	-0.588
Si	0.042	0.151	0.008
O	0.114	0.681	-0.262
O	0.023	0.452	-0.025
O	0.043	0.079	-0.216
O	-0.204	0.066	0.063
O	0.039	-0.456	0.009
O	0.157	-0.482	0.192
O	0.348	-0.018	0.332
O	0.023	0.388	-0.366
O	0.106	-0.131	-0.098
O	0.235	-0.141	-0.39
O	-0.208	0.002	-0.018
O	-0.236	-0.376	0.349
O	0.206	-0.14	0.004
O	-0.128	0.342	0.392
O	0.309	-0.154	0.433
O	-0.232	-0.307	-0.314
O	-0.007	-0.327	0.019
O	-0.071	0.136	-0.485
O	0.153	-0.01	-0.35
O	0.013	-0.134	0.13
O	-0.088	-0.031	-0.451
O	-0.554	0.117	-0.404
O	0.078	0.417	-0.138
O	-0.125	0.202	-0.379
O	0.008	-0.022	-0.262
O	-0.169	0.159	-0.688
O	-0.378	0.269	0.045
O	0.474	-0.191	-0.839
O	-0.094	0.125	0.002
O	-0.185	0.736	-0.232
O	0.335	0.117	0.247
O	-0.619	0.312	0.418
O	0.289	-0.039	-0.685
O	0.103	0.09	-0.639
O	-0.248	-0.314	-0.202
O	-0.426	0.136	-0.282
O	0.455	0.14	-0.176
O	0.078	-0.362	-0.263
O	-0.294	0.009	0.134
O	-0.095	0.122	-0.394
O	0.029	-0.045	0.115
O	-0.12	-0.23	0.018
O	0.232	-0.329	-0.14
O	0.304	-0.577	-0.31
O	-0.512	-0.34	-0.082
O	-0.106	0.588	0.303
O	-0.301	-0.568	0.096
O	-0.144	-0.377	-0.198
O	-0.097	0.129	-0.689
O	0.46	-0.353	0.048
O	-0.535	-0.177	-0.388
O	-0.477	0.22	-0.095
O	-0.094	-0.101	0.103
O	-0.31	0.06	-0.545
O	0.174	0.07	-0.172
O	0.033	0.081	-0.539
O	0.044	-0.15	-0.503
O	-0.223	-0.08	-0.3
O	0.393	0.191	-0.153
O	-0.359	-0.295	0.346
O	-0.085	0.277	0.605
O	0	-0.242	0.296
O	0.197	-0.179	-0.033
O	0.31	-0.125	-0.198
O	-0.188	0.221	-0.571
O	0.149	0.216	0.036
O	0.226	-0.443	-0.564
O	0.343	0.193	0.025
O	-0.071	0.056	-0.017
O	0.393	0.167	0.112
O	0.015	0.072	-0.037
O	-0.372	-0.76	-0.068
O	-0.294	0.363	0.122
O	-0.09	0.406	0.016
O	-0.091	-0.097	0.285
O	-0.101	-0.132	0.271
O	-0.086	-0.195	0.336
O	0.02	-0.423	0.262
O	-0.128	-0.178	-0.708
O	-0.128	0.164	0.044
O	0.192	-0.012	0.318
O	-0.31	0.16	-0.156
O	-0.402	0.004	0.007
O	0.163	-0.18	-0.287
O	-0.21	-0.089	0.064
O	0.614	-0.377	0.281
O	0.118	0.16	-0.78
O	-0.148	0.347	-0.023
O	0.169	0.073	0.73
O	0.242	0.051	0.424
O	0.572	-0.037	-0.061
O	0.343	-0.169	0.01
O	-0.007	0.234	0.01
O	0.562	-0.213	0.31
O	-0.544	-0.093	0.337
O	0.24	0.193	0.269
O	0.44	-0.291	0.02
O	0.259	-0.31	-0.515
O	-0.365	-0.489	0.054
O	0.342	-0.076	0.019
O	-0.077	-0.279	-0.554
O	-0.532	-0.046	0.006
O	-0.277	-0.595	-0.554
O	0.38	-0.449	-0.209
O	0.046	0.357	0.759
O	0.059	-0.118	-0.161
O	0.561	0.089	-0.039
O	0.407	0.338	0.222
O	0.252	-0.35	0.052
O	-0.208	0.482	-0.167
O	-0.437	0.569	0.008
O	-0.403	-0.529	0.172
O	0.377	0.142	-0.399
O	0.558	0.071	-0.124
O	-0.059	-0.242	-0.195
O	0.167	0.234	-0.229
O	0.113	0.555	-0.103
O	-0.448	0.023	0.018
O	0.431	0.274	-0.075
O	-0.281	0.193	-0.088
O	0.233	-0.268	-0.34
O	0.213	-0.295	0.485
O	-0.148	0.381	-0.699
O	-0.404	-0.473	-0.549
O	0.311	-0.336	-0.091
O	-0.578	0.149	0.032
O	-0.295	0.341	-0.203
O	-0.402	0.186	0.264
O	-0.229	0.185	-0.437
O	0.102	0.572	0.183
O	0.221	0.186	0.058
O	0.42	-0.267	-0.621
O	0.205	-0.379	0.35
O	-0.095	0.249	0.704
O	-0.033	0.152	0.187
O	0.107	0.034	-0.521
O	0.042	-0.069	0.336
O	-0.189	-0.363	-0.24
O	0.007	0.2	-0.302
O	0.366	-0.139	-0.496
O	-0.094	0.403	0.017
O	-0.094	-0.256	-0.198
O	0.522	0.206	0.14
O	0.063	0.202	-0.487
O	-0.067	-0.388	0.089
O	-0.131	0.254	0.206
O	-0.598	-0.139	0.401
O	-0.397	0.193	0.066
O	0.11	0.185	0.066
O	-0.019	-0.193	0.443
O	-0.291	0.305	0.239
O	-0.001	-0.337	-0.098
O	0.135	-0.493	0.587
O	0.198	-0.237	0.5
O	0.08	0.492	-0.25
O	0.028	0.25	0.021
O	0.124	-0.297	0.528
O	-0.135	-0.072	0.095
O	0.174	0.159	-0.312
O	-0.432	-0.099	0.743
O	-0.048	0.591	-0.369
O	-0.09	0.042	0.201
O	0.275	-0.408	-0.256
O	-0.036	0.222	0.548
O	-0.224	0.054	0.343
O	0.048	0.351	-0.068
O	-0.222	0.281	0.294
O	0.041	-0.078	0.625
O	0.429	0.174	0.343
O	-0.644	0.19	0.287
O	0.004	-0.263	0.608
O	-0.063	-0.615	-0.019
O	0.494	0.167	-0.298
O	-0.105	0.204	0.374
O	-0.073	-0.165	0.256
O	-0.147	-0.108	-0.03
O	-0.381	-0.111	-0.547
O	-0.421	-0.368	0.005
O	0.218	-0.372	0.328
O	0.037	-0.038	0.204
O	-0.053	-0.229	-0.521
O	0.598	0.111	-0.232
O	0.252	-0.124	0.238
O	-0.366	-0.136	0.739
O	0.149	0.208	0.162
O	0.011	-0.743	-0.402
O	-0.21	-0.224	0.207
O	0.097	0.059	-0.74
O	-0.137	-0.226	-0.071
O	-0.258	0.073	-0.388
O	0.194	0.166	-0.229
O	0.227	0.413	0.176
O	0.013	0.171	-0.502
O	0.186	-0.037	0.448
O	0.473	0.121	0.014
O	-0.293	-0.351	0.584
O	0.081	-0.033	0.579
O	-0.076	-0.325	0.277
O	0.182	0.495	0.365
O	-0.024	0.375	-0.568
O	0.06	-0.206	0.268
O	0.469	-0.438	0.19
O	-0.021	-0.343	0.329
O	-0.209	-0.228	0.266
O	0.105	-0.429	0.061
O	-0.074	0.523	0.115
O	0.064	0.183	-0.328
O	-0.197	-0.565	0.206
O	0.297	0.553	-0.495
O	0.13	0.088	-0.493
O	0.019	-0.21	0.326
O	0.086	0.677	0.613
O	-0.298	0.258	0.079
O	0.004	-0.188	-0.18
O	-0.234	-0.171	0.051
O	0.724	0.234	0.301
O	-0.57	0.025	-0.243
O	0.606	0.405	0.102
O	0.223	0.174	-0.307
O	0.558	-0.08	-0.243
O	-0.344	0.374	-0.039
O	0.151	-0.192	0.242
O	-0.087	-0.492	-0.14
O	-0.014	-0.209	0.268
O	0.058	-0.548	0.003
O	-0.199	-0.004	0.159
O	-0.038	-0.099	-0.186
O	-0.01	-0.306	-0.431
O	-0.032	0.793	0.348
O	0.038	-0.109	0.524
O	-0.652	0.597	-0.056
O	0.546	0.086	0.249
O	0.021	0.566	-0.577
O	-0.023	0.008	0.012
O	0.079	0.054	0.201
O	0.02	-0.003	0.226
O	-0.581	0.302	0.212
O	-0.444	0.471	0.164
O	0.63	-0.045	0.184
O	0.036	-0.416	-0.003
O	0.389	0.208	-0.357
O	-0.105	0.396	-0.558
O	-0.303	0.222	0.046
O	-0.577	-0.086	0.294
O	0.113	-0.057	-0.265
O	-0.396	0.248	-0.208
O	-0.125	-0.062	0.102
O	0.061	-0.682	-0.119
O	0.596	0.058	-0.115
O	-0.371	-0.254	0.13
O	-0.077	-0.389	-0.024
O	0.007	-0.518	0.238
O	-0.038	0.522	0.42
O	-0.023	0.083	-0.117
O	0.14	0.279	0.077
O	-0.257	-0.23	0.123
O	0.52	-0.403	0.317
O	-0.152	0.276	0.32
O	0.102	0.055	0.653
O	-0.282	-0.092	0.342
O	0.426	0.035	0.374
O	-0.259	0.308	-0.525
O	0.028	0.202	0.31
O	0.124	-0.001	-0.304
O	-0.237	0.378	0.223
O	0.095	-0.125	-0.223
O	-0.037	-0.568	0.326
O	-0.037	-0.031	0.14
O	-0.416	0.528	0.54
O	-0.133	-0.045	0.048
O	0.577	-0.114	-0.346
O	0.167	-0.122	0.48
O	-0.576	-0.103	-0.318
O	0.035	-0.544	-0.007
O	0.509	-0.121	0.472
O	0.021	-0.085	-0.687
O	0.409	-0.091	-0.095
O	0.144	-0.371	0.208
O	0.795	-0.24	0.073
O	0.495	0.242	-0.443
O	-0.021	0.264	-0.252
O	0.215	-0.691	-0.318
O	0.317	0.13	0.182
O	-0.465	-0.549	0.076
O	0.498	-0.086	0.191
O	0.656	-0.269	-0.405
O	0.323	0.033	0.233
O	0.101	0.084	0.21
O	-0.04	0.009	-0.399
O	-0.242	0.017	0.337
O	0.066	0.509	0.488
O	0.336	0.255	0.348
O	-0.556	0.049	-0.282
O	0.021	0.441	0.073
O	0.205	0.149	-0.518
O	-0.009	-0.425	-0.544
O	0.138	0.036	-0.455
O	-0.59	0.351	-0.125
O	-0.096	0.18	0.289
O	-0.401	-0.173	0.071
O	0.213	0.117	-0.615
O	0.37	0.371	0.499
O	-0.043	-0.087	0.174
O	-0.522	0.331	0.062
O	0.189	0.253	0.348
O	-0.295	-0.057	0.499
O	0.2	0.3	-0.054
O	0.578	0.185	0.294
O	-0.463	-0.164	-0.294
O	0.05	0.519	-0.028
O	0.14	0.224	-0.095
O	0.059	0.596	-0.08
O	0.342	-0.565	0.43
O	-0.214	-0.002	0.015
O	0.078	0.23	-0.008
O	0.701	0.053	-0.661
O	-0.057	0.312	-0.591
O	-0.278	0.019	-0.672
O	0.778	-0.31	0.328
O	0.035	-0.385	-0.155
O	-0.265	0.227	-0.783
O	-0.117	-0.699	-0.009
O	0.249	-0.599	0.321
O	-0.336	0.574	-0.039
O	-0.075	0.679	0.58
O	-0.144	0.043	-0.43
O	-0.141	-0.16	0.396
O	0.02	-0.113	-0.273
O	0.277	-0.204	0.437
O	-0.367	-0.182	-0.098
O	0.033	0.412	0.11
O	0.208	-0.351	-0.12
O	0.098	-0.086	-0.319
O	0.188	0.205	-0.288
O	0.218	0.475	0.147
O	-0.333	-0.01	0.257
O	0.518	-0.205	-0.016
O	-0.002	0.008	0.125
O	0.479	-0.081	0.171
O	0.107	0.293	0.103
O	-0.39	0.214	-0.586
O	0.017	0.079	0.201
O	0.064	-0.35	0.006
O	-0.205	0.15	0.467
O	0.178	-0.299	-0.379
O	-0.544	0.141	0.274
O	-0.131	-0.219	0.271
O	0.285	0.304	-0.486
O	-0.048	-0.012	-0.272
O	0.107	-0.177	0.016
O	0.088	-0.235	-0.065
O	0.081	-0.159	0.265
O	-0.33	-0.236	0.334
O	-0.248	-0.743	-0.235
O	0.003	0.424	0.51
O	-0.445	-0.006	0.309
O	-0.109	0.037	0.156
O	-0.253	0.072	-0.102
O	0.036	0.303	-0.473
O	-0.021	-0.071	0.313
O	0.414	0.116	0.397
O	-0.532	0.31	0.299
O	-0.379	0.144	0.487
O	0.12	-0.667	0.248
O	-0.32	0.101	0.539
O	-0.534	-0.525	-0.287
O	-0.091	0.08	-0.44
O	0.311	0.52	-0.476
O	0.031	-0.204	-0.088
O	-0.43	-0.304	-0.179
O	0.263	0.231	0.056
O	0.282	-0.176	0.621
O	-0.501	0.286	0.353
O	-0.206	0.281	0.014
O	-0.695	0.335	-0.322
O	0.414	-0.197	0.333
O	-0.021	0.033	0.321
O	-0.392	0.027	-0.119
O	0.021	-0.124	-0.176
O	0.243	-0.441	0.659
O	0.081	-0.173	-0.346
O	0.589	-0.33	-0.032
O	-0.13	-0.072	0.276
O	-0.643	0.322	-0.258
O	-0.381	-0.259	0.388
O	-0.039	-0.173	0.131
O	-0.217	0.396	0.198
O	-0.143	-0.047	-0.223
O	-0.083	-0.389	0.226
O	-0.291	-0.172	-0.048
O	0.331	-0.029	0.187
O	-0.027	-0.042	0.026
O	-0.02	-0.164	0.145
O	0.218	0.508	0.443
O	-0.17	0.307	0.533
O	-0.326	-0.207	-0.787
O	0.381	-0.257	-0.003
O	-0.309	0.205	0.503
O	0.213	-0.294	0.034
O	-0.271	0.12	-0.605
O	-0.211	-0.042	0.484
O	-0.011	0.015	0.777
O	0.571	-0.078	0.073
O	-0.044	0.366	-0.215
O	-0.197	0.143	-0.281
O	-0.067	0.489	-0.206
O	0.059	-0.009	0.129
O	0.657	0.32	-0.022
O	0.166	-0.002	0.337
O	-0.288	0.288	-0.353
O	0.044	0.469	-0.292
O	-0.215	0.58	0.38
O	-0.267	-0.157	-0.307
O	-0.013	0.414	0.475
O	0.021	0.037	0.081
O	-0.509	0.229	0.026
O	0.368	-0.031	0.353
O	-0.12	-0.511	-0.162
O	0.036	0.007	0.538
O	0.22	-0.519	-0.13
O	-0.073	-0.196	0.182
O	0.056	0.008	-0.181
O	-0.628	0.013	0.055
O	-0.047	-0.215	0.019
O	-0.258	-0.086	-0.537
O	-0.041	0.27	0.197
O	-0.578	-0.143	0.002
O	0.175	-0.399	-0.259
O	0.142	0.13	0.084
O	-0.279	-0.061	0.537
O	-0.074	0.019	0.524
O	-0.061	0.047	-0.692
O	-0.233	-0.052	0.162
O	-0.61	0.166	0.15
O	-0.507	0.182	0.475
O	-0.123	0.238	0.396
O	-0.003	0.26	-0.416
O	0.46	-0.053	0.302
O	-0.232	0.34	0.314
O	0.106	0.332	-0.322
O	-0.25	0.516	0.135
O	0.171	-0.379	0.331
O	-0.127	0.084	0.654
O	0.057	0.116	0.219
O	0.282	0.122	-0.465
O	-0.034	0.129	-0.196
O	0.08	-0.009	-0.557
O	-0.231	-0.158	0.202
O	0.214	-0.402	0.658
O	-0.319	-0.144	-0.414
O	0.298	-0.286	-0.352
O	0.193	0.391	-0.171
O	0.33	-0.423	0.174
O	0.043	0.184	0.418
O	-0.019	-0.057	0.07
O	0.073	0.078	-0.507
O	0.556	-0.24	0.234
O	0.362	-0.463	0.359
O	0.349	0.05	0.558
O	0.226	-0.198	0.188
O	0.317	0.314	0.238
O	-0.106	-0.14	-0.397
O	-0.264	-0.025	0.756
O	-0.126	0.546	0.086
O	-0.202	-0.117	-0.569
O	0.023	0.05	0.447
O	-0.349	0.053	-0.214
O	0.588	0.348	-0.011
O	-0.444	0.029	0.641
O	0.504	0.249	0.18
O	0.071	0.337	-0.457
O	0.434	-0.133	0.919
O	-0.112	0.21	0.261
O	0.41	-0.251	0.563
O	0.314	-0.176	-0.407
O	-0.141	0.104	0.48
O	-0.204	0.108	-0.217
O	-0.147	-0.326	-0.106
O	-0.469	0.06	-0.331
O	-0.238	-0.152	0.526
O	-0.207	0.431	-0.198
O	-0.103	0.252	-0.489
O	0.298	-0.185	-0.351
O	-0.269	-0.271	0.06
O	0.047	-0.229	-0.408
O	-0.623	-0.219	-0.332
O	0.108	-0.022	0.511
O	0.251	-0.448	-0.18
O	-0.318	0.078	-0.386
O	0.784	-0.265	-0.068
O	0.527	-0.012	0.091
O	-0.147	-0.318	0.458
O	0.41	0.04	0.25
O	0.085	-0.318	0.371
O	-0.023	-0.177	-0.144
O	0.037	0.005	0.212
O	-0.581	0.229	0.199
O	0.444	0.109	0.188
O	0.436	0.379	0.312
O	-0.296	-0.415	0.231
O	-0.522	-0.183	0.092
O	-0.495	0.032	-0.451
O	-0.274	0.231	0.152
O	0.403	0.492	-0.007
O	0.033	-0.327	0.148
O	-0.07	0.126	0
O	0.046	0.259	-0.293
O	0.46	0.043	-0.13
O	0.139	0.339	0.169
O	0.456	0.027	-0.396
O	0.445	-0.298	-0.171
O	-0.286	0.108	0.456
O	-0.006	0.412	0.028
O	0.192	-0.167	-0.257
O	-0.223	0.189	-0.172
O	-0.115	-0.335	-0.039
O	0.275	-0.516	-0.057
O	0.176	-0.419	0.097
O	-0.751	-0.209	-0.738
O	0.206	-0.103	0.186
O	0.113	-0.153	0.205
O	0.114	0.349	-0.453
O	-0.086	-0.341	0.025
O	-0.022	0.413	-0.084
O	0.356	-0.241	-0.274
O	0.162	0.052	-0.298
O	0.047	-0.51	0.071
O	0.724	-0.255	-0.049
O	0.375	-0.153	-0.278
O	0.086	0.44	0.36
O	0.635	0.242	-0.142
O	0.364	-0.396	0.731
O	-0.27	0.58	-0.393
O	0.138	0.134	-0.435
O	-0.138	-0.391	-0.5
O	0.265	-0.187	0.491
O	-0.119	-0.226	-0.09
O	0.293	0.061	-0.45
O	-0.234	-0.388	0.456
O	-0.018	0.599	-0.053
O	0.236	-0.237	0.042
O	-0.114	0.027	0.575
O	-0.331	0.436	0.097
O	0.342	0.139	-0.225
O	0.152	-0.556	0.059
O	0.053	0.236	-0.198
O	-0.431	-0.085	-0.319
O	0.178	-0.668	0.084
O	-0.419	-0.039	-0.418
O	0.024	-0.115	-0.007
O	0.141	0.057	0.267
O	0.268	0.18	0.102
O	0.182	-0.365	0.396
O	-0.207	-0.255	-0.009
O	0.108	0.417	0.251
O	-0.26	0.015	0.489
O	-0.039	0.496	0.045
O	-0.236	0.747	0.212
O	0.159	0.084	0.444
O	0.152	-0.048	0.396
O	-0.174	-0.208	-0.073
O	-0.227	0.035	-0.028
O	0.154	-0.325	-0.19
O	-0.178	0.099	-0.092
O	-0.186	0.167	-0.535
O	-0.44	0.087	-0.148
O	0.29	0.37	-0.028
O	0.182	-0.483	0.003
O	0.413	0.21	0.009
O	0.528	-0.111	0.176
O	-0.404	0.546	-0.434
O	-0.179	0.177	-0.233
O	-0.267	0.013	-0.107
O	0.554	0.02	-0.062
O	-0.453	0.298	-0.248
O	-0.608	-0.431	0.014
O	0.262	0.641	-0.138
O	0.363	-0.266	-0.242
O	0.057	-0.148	-0.531
O	0.499	0.223	0.006
O	0.25	-0.455	0.396
O	-0.379	-0.679	0.252
O	-0.039	-0.295	-0.498
O	0.132	-0.353	0.529
O	-0.178	-0.029	-0.574
O	0.499	-0.05	-0.461
O	0.313	0.038	0.426
O	0.074	0.077	0.259
O	0.309	0.308	-0.156
O	-0.067	-0.054	0.437
O	-0.12	0.406	-0.356
O	0.532	0.291	-0.206
O	0.014	-0.476	-0.078
O	0.304	0.022	-0.374
O	-0.325	-0.146	-0.065
O	-0.477	0.055	-0.336
O	-0.586	0.227	0.14
O	0.108	0.526	-0.149
O	-0.088	-0.409	0.024
O	-0.079	-0.396	-0.174
O	-0.384	-0.085	-0.233
O	-0.306	0.002	0.017
O	0.28	-0.169	-0.049
O	0.045	-0.096	0.265
O	0.451	-0.084	-0.3
O	0.03	0.001	0.028
O	0.038	-0.615	0.237
O	0.16	0.312	0.046
O	-0.255	0.325	-0.439
O	0.259	-0.122	-0.52
O	-0.16	-0.071	-0.427
O	0.004	0.577	0.014
O	-0.077	0.417	0.339
O	0.096	-0.294	-0.466
O	0.023	0.149	-0.202
O	0.186	0.367	0.331
O	-0.524	-0.152	0.306
O	-0.088	-0.193	-0.328
O	-0.303	-0.211	0.134
O	0.108	-0.192	0.45
O	-0.088	0.404	-0.474
O	-0.034	0.092	0.151
O	-0.351	0.113	0.312
O	0.192	-0.044	0.237
O	0.216	0.153	-0.357
O	-0.24	-0.227	-0.578
O	0.173	-0.528	-0.273
O	0.275	0.175	0.652
O	-0.124	0.52	0.169
O	-0.339	-0.043	0.161
O	0.382	0.114	0.107
O	-0.196	0.092	-0.092
O	0.109	-0.052	-0.181
O	0.287	-0.728	-0.267
O	-0.483	-0.042	-0.208
O	-0.552	-0.001	0.001
O	-0.042	0.03	-0.262
O	0.097	0.352	-0.001
O	-0.095	-0.137	-0.093
O	0.064	-0.093	-0.035
O	-0.015	0.131	-0.107
O	-0.225	-0.281	0.152
O	0.364	-0.478	-0.135
O	0.189	0.142	0.183
O	-0.396	-0.157	0.059
O	-0.129	-0.24	0.329
O	-0.307	-0.065	-0.047
O	-0.328	-0.025	0.079
O	0.111	0.217	-0.305
O	0.207	0.202	-0.536
O	0.06	0.069	0.235
O	0.012	0.101	0.053
O	0.02	0.471	-0.043
O	-0.349	-0.492	0.602
O	0.421	-0.16	-0.28
O	-0.13	0.101	0.144
O	0.217	-0.106	0.579
O	-0.394	-0.375	0.09
O	-0.318	-0.061	-0.043
O	0.059	0.014	-0.146
O	-0.445	-0.072	0.588
O	0.19	-0.341	-0.086
O	-0.335	-0.233	0.022
O	-0.372	-0.414	0.221
O	-0.134	-0.177	-0.326
O	-0.144	-0.426	-0.028
O	-0.075	-0.246	0.359
O	0.049	-0.009	-0.598
O	0.194	-0.184	-0.308
O	0.224	-0.092	-0.422
O	-0.253	0.429	-0.505
O	-0.067	-0.237	0.548
O	0.394	0.258	-0.344
O	0.347	-0.168	0.446
O	-0.139	-0.081	-0.356
O	-0.054	-0.041	0.602
O	0.432	-0.136	0.183
O	0.258	-0.329	-0.45
O	-0.007	-0.6	0.332
O	0.093	-0.363	-0.522
O	0.009	-0.034	0.185
O	-0.44	0.134	-0.605
O	-0.178	-0.225	-0.33
O	-0.089	-0.234	-0.33
O	0.196	-0.189	0.498
O	0.192	-0.174	0.325
O	-0.156	0.217	0.329
O	-0.388	0.08	0.141
O	0.326	0.233	-0.031
O	0.01	0.081	0.596
O	0.128	0.429	-0.217
O	-0.187	0.498	-0.415
O	-0.268	-0.01	-0.524
O	0.639	0.078	-0.003
O	0.09	-0.089	-0.05
O	-0.206	-0.33	-0.158
O	-0.442	-0.342	0.312
O	0.052	-0.152	0.024
O	-0.069	-0.143	0.059
O	0.159	0.246	0.49
O	0.103	-0.265	0.189
O	0.774	0.081	-0.12
O	0.225	0.445	0.003
O	-0.04	-0.323	-0.137
Si	0.025	0.008	0.005
Si	0.005	-0.003	-0.001
Si	0.011	0.023	0.009
Si	0.004	-0.013	-0.006
Si	-0.01	-0.006	0.002
Si	-0.01	0.009	0.004
Si	-0.017	-0.008	0.008
Si	0	0.004	0.01
Si	0.007	0.029	0.009
Si	-0.008	0.014	0.005
Si	0.005	0.014	0.017
Si	0.007	0.007	0.003
Si	0.002	0	-0.006
Si	0.002	-0.006	0.001
Si	0.011	-0.017	-0.012
Si	0.006	-0.002	0.009
Si	-0.004	-0.002	0.006
Si	0.007	-0.004	0.014
Si	0.008	0.002	0.007
Si	-0.014	0.009	0.013
Si	-0.009	-0.004	0.004
Si	-0.004	-0.007	0.006
Si	-0.005	-0.009	-0.001
Si	0.012	-0.004	0.007
Si	0.02	-0.01	0.001
Si	-0.02	-0.011	-0.005
Si	-0.015	-0.004	0.004
Si	0.003	-0.013	0
Si	0.002	0.017	0.013
Si	0.011	0.014	0.009
Si	-0.005	0.016	0.009
Si	-0.009	-0.007	0.006
Si	0.005	-0.018	0.003
Si	0.009	-0.002	0.008
Si	0.016	0.011	0.012
Si	0.021	-0.02	-0.005
Si	0	0.01	-0.004
Si	-0.007	-0.007	0.002
Si	-0.008	0.008	-0.005
Si	-0.005	0.005	-0.002
Si	0.008	0.012	-0.009
Si	0.001	-0.002	-0.002
Si	-0.006	0.004	0
Si	0.011	0.023	-0.006
Si	0.003	0.009	0.002
Si	0.009	0	0
Si	0.006	0.006	-0.002
Si	-0.007	0.004	-0.002
Si	-0.006	-0.005	0.001
Si	0.023	0.013	-0.003
Si	-0.002	-0.003	0
Si	-0.002	0.018	0.002
Si	0.005	-0.008	0.004
Si	-0.007	0.016	-0.009
Si	0.002	-0.011	-0.006
Si	0.017	0.008	-0.007
Si	0.014	-0.004	-0.003
Si	0.013	0	-0.005
Si	-0.007	0.005	-0.007
Si	0.012	-0.006	-0.007
Si	-0.002	-0.017	0.012
Si	-0.008	-0.007	-0.009
Si	-0.019	-0.031	-0.012
Si	0.002	0.032	-0.001
Si	0	0.004	-0.005
Si	-0.006	-0.019	-0.005
Si	0.022	-0.008	-0.005
Si	0.013	0.005	-0.006
Si	-0.015	-0.008	-0.005
Si	-0.001	0.028	-0.001
Si	0.003	-0.001	-0.002
Si	0	0.013	0.008
Si	0.006	-0.006	0.002
Si	0.008	0.01	-0.003
Si	0.003	-0.013	0.011
Si	-0.024	0.029	0.003
Si	0.004	-0.002	-0.001
Si	-0.002	0.003	-0.003
Si	-0.002	-0.019	-0.006
Si	0.012	0.013	-0.011
Si	-0.025	-0.005	-0.001
Si	0.004	-0.012	-0.01
Si	0.02	-0.026	0.008
Si	-0.01	-0.017	0.01
Si	-0.005	0.01	0.002
Si	-0.01	0.011	-0.003
Si	0.006	0.003	-0.004
Si	0.006	-0.009	0.001
Si	0.011	0.009	-0.014
Si	0.008	-0.013	-0.004
Si	0.01	0.005	-0.006
Si	0.016	-0.012	-0.001
Si	0.003	0.014	-0.004
Si	-0.007	-0.001	-0.006
Si	-0.003	0.001	0.003
Si	-0.005	0.003	-0.007
Si	-0.009	0.024	0
Si	0.013	-0.006	-0.013
Si	0.005	0.005	0.003
Si	0.016	-0.001	-0.009
Si	0.004	-0.013	-0.008
Si	0	-0.004	-0.002
Si	-0.003	0.005	-0.001
Si	-0.006	-0.006	0.002
Si	-0.014	0.018	-0.007
Si	-0.003	0.015	0.002
Si	0.013	-0.003	-0.003
Si	-0.002	0.013	-0.006
Si	0.002	-0.009	0.005
Si	0.008	0	0.009
Si	0.001	0	-0.003
Si	0.001	-0.01	0.009
Si	-0.012	-0.006	-0.002
Si	-0.008	0.007	0.005
Si	-0.001	0.006	0.001
Si	-0.009	-0.012	0.005
Si	-0.003	-0.029	0.005
Si	-0.019	0	0.009
Si	-0.011	-0.003	0.007
Si	0.006	0.013	0.016
Si	0.013	-0.028	0.001
Si	-0.008	-0.018	0.014
Si	0.01	-0.004	0.008
Si	0	0.006	0.004
Si	-0.001	0.012	0.014
Si	0.003	0.002	0.007
Si	-0.014	0.002	0.004
Si	-0.008	0.01	0.006
Si	0.004	0.012	0.011
Si	0.015	0.006	0.006
Si	-0.018	0.019	0.005
Si	-0.004	-0.001	0.014
Si	-0.014	-0.004	0.006
Si	0.011	0.023	0.005
Si	0.001	0.007	-0.008
Si	0.01	-0.021	-0.001
Si	0.006	0.006	0.001
Si	-0.001	0.007	-0.001
Si	0.008	0	0.002
Si	0.004	0.025	0.003
Si	0.014	0.011	-0.002
Si	0.006	-0.046	0.003
Si	-0.015	-0.001	0.012
Si	-0.012	-0.005	-0.001
Si	0.014	-0.009	-0.008
Si	-0.007	-0.009	-0.006
Si	0.012	0.008	-0.004
Si	0.012	0.001	-0.001
Si	-0.009	0.001	-0.003
Si	-0.009	-0.003	0.004
Si	-0.006	-0.008	0.002
Si	0.001	-0.003	0.014
Si	-0.013	0.014	0.011
Si	0.005	0.008	0.005
Si	0.031	0.01	-0.002
Si	0.014	0.01	0.006
Si	-0.011	-0.016	0.003
Si	-0.001	-0.011	-0.013
Si	0.016	-0.014	-0.01
Si	-0.001	-0.007	0.001
Si	-0.009	-0.001	0.002
Si	-0.009	0.006	0.005
Si	-0.015	0.001	0.006
Si	-0.017	0.027	0.019
Si	-0.011	0.004	-0.005
Si	0.001	-0.008	-0.004
Si	0.004	0.005	0.008
Si	0.02	-0.009	0.013
Si	0.01	-0.002	0.004
Si	-0.007	-0.006	-0.004
Si	0	-0.013	-0.003
Si	0.011	0	0.002
Si	-0.011	0.011	0.003
Si	0	0.019	0.011
Si	0.006	-0.013	0
Si	0.002	-0.004	0.001
Si	-0.002	0.004	0.007
Si	0.018	-0.02	0.008
Si	0.009	0.006	0.006
Si	-0.001	0.012	0.004
Si	-0.008	-0.005	-0.01
Si	-0.004	-0.014	-0.002
Si	-0.009	0.005	0
Si	-0.015	-0.004	-0.002
Si	0.005	0.009	-0.003
Si	0.013	0.014	-0.015
Si	0	0	0.001
Si	0	0.003	-0.009
Si	-0.012	-0.006	0.002
Si	0.004	0.015	-0.009
Si	0.004	-0.01	-0.006
Si	-0.011	0.009	0.005
Si	0.001	-0.008	-0.01
Si	-0.023	0.013	-0.006
Si	-0.003	0.017	-0.006
Si	0.003	-0.021	-0.004
Si	-0.007	0.009	-0.009
Si	0.011	0.009	0.006
Si	0.003	0.016	0.002
Si	0.009	-0.005	-0.003
Si	0.026	-0.005	-0.007
Si	0.01	-0.01	0.001
Si	0.005	-0.028	-0.003
Si	0.011	0.004	-0.01
Si	0.013	0.012	-0.004
Si	-0.02	-0.001	-0.007
Si	0	0.012	-0.001
Si	-0.013	-0.014	0.002
Si	0.011	-0.025	-0.003
Si	0.013	-0.012	-0.011
Si	0.012	0.005	-0.01
Si	-0.01	-0.018	0
Si	-0.013	-0.01	-0.013
Si	-0.024	0.02	-0.006
Si	-0.012	0.014	-0.013
Si	-0.003	0.007	-0.007
Si	0	0.017	-0.001
Si	0.002	0.007	-0.003
Si	-0.009	0.013	0.011
Si	-0.001	0.012	0.007
Si	0.003	0.017	-0.011
Si	0.019	0.008	-0.007
Si	-0.013	0.006	-0.005
Si	0.021	0.003	-0.007
Si	0.014	-0.029	-0.013
Si	-0.002	0.006	-0.002
Si	-0.023	-0.001	-0.008
Si	0.002	-0.021	0.008
Si	0.014	0.015	0.001
Si	0.011	0.014	-0.006
Si	0.012	0.003	0.013
Si	-0.006	-0.007	-0.004
Si	0.001	-0.016	-0.003
Si	-0.005	0.029	-0.021
Si	0.01	-0.018	0.001
Si	0.025	0.004	0.007
Si	-0.007	-0.012	-0.009
Si	-0.011	0.003	-0.017
Si	-0.008	-0.019	0.002
Si	-0.014	-0.002	0.009
Si	0.006	0.033	-0.001
Si	0.023	0.006	-0.003
Si	-0.02	-0.011	-0.003
Si	0.01	0.008	-0.008
Si	-0.006	-0.008	-0.002
Si	-0.011	-0.02	0.005
Si	-0.018	-0.002	-0.008
Si	0.006	-0.004	-0.002
Si	-0.019	0.004	0.002
Si	-0.022	0.015	0.017
Si	-0.01	-0.009	-0.015
Si	0.009	0.003	0.006
Si	-0.015	0.006	0.002
Si	0.01	-0.021	0.02
